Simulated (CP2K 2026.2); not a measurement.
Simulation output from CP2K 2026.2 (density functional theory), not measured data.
Periodic cell of 2016 atoms, Si1440O576, from a study of silicon, its oxide and their interface. The atomic structure is a simulated model.
Doubt: the forces sum to 8.15 eV/angstrom along one axis rather than to zero, so they err by at least 0.0040 eV/angstrom per atom on average; the grid cutoff is modest.

Settings: functional PBE; method Gaussian and plane waves; basis set DZVP-MOLOPT-SR-GTH; pseudopotentials GTH-PBE; grid cutoff 350 Ry, relative cutoff 50 Ry; k points Gamma only; occupations fixed; spin none; net charge 0.

Cell vectors (angstrom)
a 65.28 0 0
b 0 16.32 0
c -0.1739 -0.3427 33.4203

Atoms and the computed forces on them: element, x, y, z (angstrom), force x, y, z (eV/angstrom)
Si 1.449 14.701 0.015 -0.105 0.201 0.719
Si 3.923 0.759 33.314 -0.068 0.258 0.674
Si 1.004 4.361 0.016 0.097 -0.144 0.725
Si 3.991 6.789 0.059 0.181 -0.216 0.669
Si 0.813 9.952 0.001 0.267 -0.236 0.701
Si 3.566 12.201 33.401 0.087 -0.182 0.703
Si 6.269 14.981 33.301 0.115 -0.155 0.716
Si 9.282 1.591 0.004 0.075 -0.035 0.641
Si 6.882 3.454 33.191 -0.279 0.142 0.731
Si 9.101 6.46 33.266 0.251 -0.083 0.689
Si 6.941 8.769 33.265 -0.128 0.204 0.748
Si 9.709 11.564 33.28 -0.144 0.063 0.728
Si 12.463 14.259 33.303 -0.254 0.292 0.712
Si 14.776 1.731 0.07 -0.019 -0.138 0.68
Si 12.363 3.608 33.23 -0.225 0.131 0.654
Si 15.328 6.374 0.064 -0.04 0.33 0.754
Si 11.874 9.25 33.195 0.164 -0.147 0.639
Si 14.65 11.944 33.409 0.233 -0.174 0.699
Si 18.075 14.574 0.116 -0.211 0.283 0.738
Si 20.71 1.259 0.052 -0.245 0.07 0.744
Si 17.55 4.158 0.073 0.254 -0.088 0.749
Si 20.323 7.107 0.087 0.056 -0.208 0.76
Si 18.205 9.419 0.053 -0.296 0.012 0.671
Si 20.357 12.426 0.346 0.141 -0.138 0.728
Si 22.704 14.969 33.387 0.296 -0.203 0.806
Si 25.636 1.764 0.166 0.052 -0.179 0.762
Si 23.441 3.917 0.19 -0.128 0.086 0.778
Si 25.935 6.814 0.371 0.021 -0.029 0.368
Si 23.573 8.741 33.297 -0.192 0.064 0.675
Si 25.625 11.854 33.382 -0.041 0.296 0.706
Si 28.773 14.949 0.04 -0.308 0.104 0.7
Si 31.4 1.198 0.111 0.031 0.208 0.645
Si 28.149 4.625 0.061 0.09 -0.049 0.728
Si 31.167 7.047 0.079 0.364 -0.416 0.622
Si 28.857 9.234 0.12 -0.399 0.412 0.681
Si 30.723 12.242 33.284 0.315 -0.33 0.678
Si 33.606 15.287 0.004 0.17 -0.144 0.801
Si 36.828 0.968 0.033 -0.111 0.248 0.737
Si 34.232 4.319 0.331 -0.075 -0.331 0.609
Si 36.545 7.041 0.401 0.15 -0.174 0.683
Si 34.289 9.296 0.273 -0.263 0.232 0.652
Si 36.788 12.238 0.07 -0.219 0.149 0.75
Si 39.166 15.194 0.016 0.072 -0.123 0.714
Si 41.621 1.337 33.405 0.173 -0.209 0.739
Si 39.462 3.751 0.222 -0.063 0.208 0.676
Si 42.275 6.609 0.207 -0.208 0.126 0.694
Si 38.619 9.427 33.312 0.482 -0.161 0.555
Si 42.249 11.598 33.245 -0.172 0.085 0.633
Si 45.235 14.608 0.058 -0.51 0.55 0.309
Si 47.611 1.331 33.295 -0.132 -0.308 0.628
Si 44.325 4.257 0.183 0.393 -0.118 0.712
Si 47.881 6.372 0.111 -0.304 0.25 0.761
Si 44.503 9.35 33.325 0.069 -0.128 0.594
Si 47.359 12.355 0.217 0.489 -0.444 0.343
Si 50.759 14.53 0.045 -0.119 0.091 0.716
Si 53.476 0.974 0.405 0 -0.053 0.718
Si 50.161 4.186 0.31 0.259 -0.11 0.749
Si 52.867 6.989 0.08 0.296 -0.242 0.69
Si 50.534 9.172 0.046 -0.241 0.292 0.73
Si 52.955 12.315 0.078 0.117 -0.229 0.725
Si 55.559 15.045 0.224 0.208 -0.098 0.77
Si 58.543 1.203 0.448 0.038 -0.026 0.504
Si 56.239 3.102 33.346 -0.142 0.234 0.702
Si 58.452 7.159 0.272 -0.063 -0.233 0.662
Si 56.193 9.284 0.136 -0.261 0.044 0.733
Si 58.698 12.023 0.144 -0.18 0.169 0.79
Si 60.63 15.251 0.056 0.251 -0.032 0.679
Si 63.425 1.752 0.23 0.015 -0.084 0.76
Si 61.187 3.908 0.098 -0.109 0.197 0.688
Si 64.044 6.578 0.021 -0.108 0.165 0.677
Si 60.867 9.788 0.232 0.196 -0.018 0.755
Si 63.915 12.202 0.146 -0.203 0.128 0.694
Si 2.604 16.303 1.296 0.014 -0.025 -0.045
Si 5.37 2.711 1.1 0.013 0.008 -0.055
Si 2.648 5.39 1.359 -0.014 0.02 -0.033
Si 5.469 8.135 1.254 0.012 0.015 -0.056
Si 2.599 10.914 1.247 0.008 -0.014 -0.042
Si 5.393 13.659 1.208 -0.02 0.02 -0.049
Si 8.069 0.034 1.258 -0.018 -0.002 -0.06
Si 10.922 2.79 1.168 0.007 0.009 -0.02
Si 8.101 5.349 1.229 -0.011 -0.019 -0.041
Si 10.878 8.04 1.113 -0.027 0.001 -0.034
Si 8.202 10.8 1.116 0.007 -0.007 -0.053
Si 10.951 13.545 1.169 -0.002 -0.006 -0.051
Si 13.63 0 1.19 -0.003 -0.006 -0.024
Si 16.325 2.756 1.477 -0.004 -0.01 -0.078
Si 13.658 5.374 1.349 0.007 -0.018 -0.076
Si 16.433 8.192 1.132 0.042 -0.029 -0.065
Si 13.583 10.746 1.214 -0.026 -0.006 -0.054
Si 16.396 13.479 1.311 -0.032 0.001 -0.037
Si 19.098 0.029 1.296 0.013 0.006 -0.048
Si 21.846 2.749 1.44 0.018 0 -0.062
Si 19.146 5.428 1.268 -0.008 0.011 -0.03
Si 21.972 8.207 1.302 0.022 0.018 -0.037
Si 19.206 10.845 1.587 0.003 -0.016 -0.057
Si 21.904 13.719 1.439 0.025 0.05 -0.045
Si 24.481 0.085 1.331 -0.021 0.002 -0.059
Si 27.188 2.934 1.43 0.031 -0.009 -0.059
Si 24.538 5.431 1.584 -0.024 -0.022 -0.049
Si 27.298 8.234 1.547 0.031 0.023 -0.026
Si 24.515 10.831 1.332 -0.014 -0.019 -0.061
Si 27.153 13.691 1.23 -0.006 -0.013 -0.038
Si 29.907 0.069 1.492 0.006 0.001 -0.038
Si 32.687 2.792 1.315 0.003 0.007 -0.049
Si 29.922 5.508 1.353 -0.017 -0.008 -0.035
Si 32.663 8.173 1.49 0.018 -0.031 -0.032
Si 29.894 10.972 1.295 0.01 0.009 -0.047
Si 32.531 13.626 1.25 -0.004 0.002 -0.058
Si 35.256 16.263 1.401 -0.016 -0.019 -0.043
Si 37.952 2.546 1.463 -0.04 -0.014 -0.049
Si 35.481 5.508 1.785 0.042 0.02 -0.003
Si 38.051 8.297 1.566 0.039 0.023 -0.049
Si 35.324 11.008 1.441 0.012 -0.004 -0.071
Si 38.036 13.674 1.394 -0.012 0.006 -0.067
Si 40.745 0.019 1.297 -0.008 0.023 -0.081
Si 43.311 2.685 1.494 -0.033 -0.021 -0.049
Si 40.652 5.421 1.419 0.033 -0.016 -0.066
Si 43.518 8.194 1.343 -0.006 0.027 -0.047
Si 40.72 10.793 1.036 -0.042 -0.011 -0.012
Si 43.467 13.541 1.232 0.005 -0.026 -0.044
Si 46.351 0.129 1.09 0.043 0.001 -0.054
Si 48.974 2.69 1.6 -0.034 -0.022 -0.029
Si 46.159 5.312 1.308 -0.024 -0.025 -0.053
Si 48.944 8.06 1.367 0.02 -0.009 -0.092
Si 46.198 10.715 1.384 -0.013 0.002 -0.093
Si 49.135 13.462 1.347 -0.077 0.04 -0.028
Si 51.746 16.16 1.46 -0.034 -0.022 -0.056
Si 54.709 2.622 1.445 -0.005 0.044 -0.042
Si 51.841 5.348 1.396 -0.008 -0.011 -0.053
Si 54.502 8.12 1.336 0.006 0.004 -0.051
Si 51.712 10.771 1.337 -0.005 0.009 -0.058
Si 54.417 13.478 1.506 -0.036 -0.006 -0.064
Si 57.097 16.167 1.619 -0.019 -0.023 -0.04
Si 59.86 2.7 1.608 0.031 -0.001 -0.036
Si 57.272 5.316 1.245 -0.013 0.019 -0.045
Si 59.82 8.31 1.703 0.006 0.012 -0.049
Si 57.202 10.852 1.524 -0.009 -0.009 -0.073
Si 59.748 13.626 1.5 0.007 -0.002 -0.071
Si 62.363 0.001 1.344 -0.003 -0.011 -0.067
Si 65.139 2.822 1.402 0.017 0.035 -0.047
Si 62.455 5.463 1.36 0.006 -0.005 -0.034
Si 65.159 8.218 1.309 0.014 -0.014 0.003
Si 62.475 10.93 1.469 0.002 0.008 -0.04
Si 65.19 13.653 1.429 0.014 -0.004 -0.059
Si 1.268 1.383 2.648 0.002 0.008 0.005
Si 4.051 4.007 2.606 0.023 0.005 0.015
Si 1.327 6.874 2.656 -0.04 -0.019 0.024
Si 4.046 9.539 2.552 -0.019 0.012 0.013
Si 1.297 12.241 2.724 0.016 0.007 0.029
Si 4.024 14.968 2.654 0.006 0 0.023
Si 6.717 1.404 2.603 -0.017 0.01 0.022
Si 9.551 4.092 2.59 -0.001 -0.002 0.027
Si 6.764 6.725 2.619 0.002 0.002 0.019
Si 9.533 9.438 2.532 0.021 -0.005 0.03
Si 6.803 12.214 2.467 0.003 -0.005 -0.007
Si 9.508 14.924 2.493 0.028 0.008 0.002
Si 12.219 1.34 2.549 -0.001 0.002 0.018
Si 14.959 4.082 2.803 0.005 0.024 0.04
Si 12.254 6.792 2.574 -0.018 -0.001 0.007
Si 15.014 9.457 2.558 0.033 -0.006 -0.003
Si 12.268 12.18 2.59 -0.02 -0.007 0.024
Si 15.022 14.957 2.58 0.002 -0.015 0.007
Si 17.717 1.329 2.69 0.024 -0.001 0.019
Si 20.447 4.115 2.713 -0.014 0.009 0.006
Si 17.749 6.818 2.603 -0.006 0.001 0.045
Si 20.635 9.499 2.793 0.001 -0.019 0.033
Si 17.71 12.193 2.774 0.015 0.032 0.022
Si 20.455 15.034 2.751 -0.011 0.025 0.029
Si 23.17 1.382 2.799 0.007 -0.009 0.035
Si 25.894 4.132 2.938 0.006 0.004 0.039
Si 23.139 6.827 2.797 -0.015 -0.005 0.025
Si 25.884 9.599 2.796 0.004 0.006 0.022
Si 23.197 12.235 2.711 0.009 0.013 0.025
Si 25.842 15.018 2.66 -0.009 0.001 0.018
Si 28.536 1.486 2.734 -0.029 0.01 0.003
Si 31.267 4.099 2.692 0.016 0.001 -0.003
Si 28.663 6.85 2.839 -0.047 -0.028 0.043
Si 31.281 9.63 2.723 -0.023 -0.001 0.009
Si 28.5 12.308 2.656 -0.013 -0.011 0.011
Si 31.25 14.956 2.758 0.026 -0.018 0.033
Si 33.99 1.414 2.738 0.017 0.015 0.002
Si 36.792 4.001 2.91 0.026 -0.016 0.033
Si 33.964 6.851 2.93 -0.007 0.028 0.027
Si 36.652 9.643 2.857 -0.024 -0.009 0.033
Si 33.89 12.326 2.708 0.003 0.036 0.012
Si 36.625 14.937 2.777 0.019 0.008 0.005
Si 39.39 1.273 2.791 0.014 0.014 0.039
Si 42.005 4.08 2.836 -0.032 0.005 0.033
Si 39.412 6.841 2.796 0.004 -0.007 0.032
Si 42.062 9.536 2.604 -0.011 0.03 0.023
Si 39.467 12.216 2.574 0.01 -0.037 0.003
Si 42.138 14.939 2.593 -0.032 -0.018 -0.004
Si 44.9 1.335 2.598 0.074 0.034 -0.02
Si 47.512 4.046 2.799 0.018 0.052 0.032
Si 44.891 6.786 2.676 -0.024 -0.032 -0.011
Si 47.593 9.408 2.729 0.008 -0.02 -0.002
Si 44.853 12.211 2.667 0.024 0.042 0.016
Si 47.69 14.99 2.552 -0.04 -0.032 0.016
Si 50.386 1.251 2.777 0.007 -0.036 0.023
Si 53.223 3.989 2.709 -0.003 -0.013 0.016
Si 50.384 6.721 2.722 -0.014 0 0.037
Si 53.122 9.461 2.717 -0.009 -0.004 0.018
Si 50.382 12.1 2.766 0.053 0.009 0.011
Si 53.064 14.834 2.874 0.012 0.026 0.054
Si 55.862 1.297 2.957 -0.004 -0.024 0.048
Si 58.5 4.101 2.851 -0.025 -0.005 0.003
Si 55.833 6.668 2.657 0.024 0.008 -0.007
Si 58.469 9.595 3.025 -0.02 0.016 0.039
Si 55.795 12.166 2.844 0.006 0.011 0.002
Si 58.438 14.852 2.961 -0.008 0.004 0.029
Si 61.191 1.31 2.9 0.027 0.003 0.035
Si 63.825 4.153 2.801 -0.016 0.011 0.04
Si 61.207 6.818 2.821 0.032 -0.018 0.009
Si 63.833 9.506 2.766 -0.006 -0.017 0.017
Si 61.175 12.307 2.834 0.001 -0.007 0.024
Si 63.819 15.03 2.713 -0.027 0.015 0.022
Si 65.224 0.035 4.061 0.006 0 0.001
Si 2.688 2.69 4.006 0 0.008 -0.003
Si 65.258 5.514 4.074 0.011 -0.004 -0.012
Si 2.721 8.194 3.998 0.001 0.011 0.014
Si 65.244 10.863 4.087 0.018 0.005 -0.004
Si 2.69 13.601 4.04 0.006 0.005 0.007
Si 5.393 0.022 3.989 -0.007 -0.001 0.003
Si 8.146 2.733 3.941 -0.022 0 -0.01
Si 5.392 5.394 3.983 -0.007 0.008 -0.003
Si 8.155 8.116 3.935 0.006 0.023 -0.009
Si 5.426 10.901 3.898 -0.005 -0.008 0.02
Si 8.151 13.567 3.876 -0.003 0.005 0.007
Si 10.845 -0.021 3.9 0.003 0.002 0.002
Si 13.563 2.659 4.014 -0.011 -0.02 0.002
Si 10.884 5.455 3.963 0.005 -0.016 -0.003
Si 13.629 8.14 3.942 -0.011 0.011 0.009
Si 10.869 10.832 3.925 -0.007 -0.009 -0.005
Si 13.63 13.583 3.93 -0.008 0.003 -0.012
Si 16.343 -0.031 4.018 -0.011 -0.024 0.005
Si 19.071 2.728 4.036 -0.004 -0.006 -0.003
Si 16.371 5.495 4.034 -0.007 0.027 -0.017
Si 19.132 8.131 4.023 -0.011 -0.013 -0.028
Si 16.309 10.818 4.021 -0.008 -0.012 0.01
Si 19.08 13.618 4.064 0.004 0.009 -0.005
Si 21.794 0.039 4.14 -0.004 -0.018 -0.006
Si 24.511 2.726 4.186 -0.007 0 0.005
Si 21.774 5.455 4.119 0.016 -0.009 0.005
Si 24.526 8.197 4.122 -0.005 0.022 -0.025
Si 21.864 10.93 4.143 0.002 0.001 0.025
Si 24.544 13.622 4.06 0 -0.003 -0.018
Si 27.186 0.062 4.055 0.001 0 -0.011
Si 29.931 2.77 4.11 0.023 0.023 0.002
Si 27.279 5.513 4.203 0.019 0.005 -0.006
Si 29.972 8.257 4.145 -0.006 0.013 -0.008
Si 27.227 10.964 4.122 0.022 0.008 0.021
Si 29.871 13.614 4.085 -0.01 -0.007 0.003
Si 32.632 0.021 4.086 0.017 -0.022 -0.017
Si 35.329 2.706 4.182 -0.031 -0.012 -0.011
Si 32.577 5.44 4.154 -0.023 -0.003 0
Si 35.327 8.243 4.209 -0.005 0.01 0.021
Si 32.605 10.952 4.116 0.006 -0.011 -0.001
Si 35.279 13.603 4.121 0.015 -0.018 0.016
Si 38.015 16.269 4.134 0.003 0.008 -0.007
Si 40.706 2.679 4.162 -0.017 0.013 -0.004
Si 38.106 5.449 4.182 0.002 0.011 0.005
Si 40.809 8.189 4.086 0.021 0.007 0.017
Si 38.109 10.962 4.09 0.017 0.004 -0.01
Si 40.792 13.578 3.986 -0.01 -0.002 -0.005
Si 43.541 16.272 3.962 -0.01 0.008 0.011
Si 46.18 2.655 4.093 -0.017 -0.003 0.014
Si 43.491 5.445 4.062 0.002 -0.005 -0.028
Si 46.228 8.093 4.094 0.006 -0.019 0.019
Si 43.452 10.877 4.003 -0.016 -0.035 -0.007
Si 46.278 13.615 3.944 0.039 0.002 0.027
Si 48.975 16.247 4.085 0.018 -0.003 -0.005
Si 51.777 2.657 4.058 0.009 0.006 0.023
Si 48.965 5.404 4.081 -0.005 -0.008 -0.018
Si 51.729 8.106 4.074 -0.009 0.006 -0.006
Si 48.958 10.79 4.077 -0.005 0.002 0.027
Si 51.691 13.476 4.176 -0.012 0 -0.002
Si 54.413 16.253 4.209 -0.01 -0.008 -0.025
Si 57.2 2.705 4.242 0.002 -0.009 -0.013
Si 54.481 5.389 4.11 0.017 -0.004 -0.011
Si 57.103 8.07 4.152 -0.018 -0.024 -0.049
Si 54.42 10.799 4.154 -0.032 -0.003 0.009
Si 57.098 13.503 4.275 -0.014 0.005 0.008
Si 59.823 16.273 4.237 0.006 0.003 -0.013
Si 62.563 2.716 4.186 0.035 -0.008 -0.01
Si 59.866 5.446 4.187 0.017 -0.012 0.01
Si 62.556 8.154 4.183 -0.006 0.033 0.024
Si 59.872 10.951 4.271 0.009 0.017 -0.008
Si 62.562 13.64 4.154 -0.004 -0.002 -0.009
Si 1.412 14.931 16.437 -0.018 0.002 0.009
Si 4.11 1.343 16.353 -0.003 -0.023 0.005
Si 1.375 4.004 16.395 -0.016 -0.009 0.01
Si 4.127 6.835 16.342 0.01 0.004 0.01
Si 1.429 9.49 16.411 -0.004 0.01 0.009
Si 4.144 12.254 16.371 0.004 -0.01 -0.005
Si 6.832 14.979 16.329 0.009 -0.016 0.013
Si 9.494 1.394 16.175 0.01 -0.007 -0.005
Si 6.827 4.115 16.296 0.013 -0.024 0.01
Si 9.529 6.874 16.166 -0.001 -0.01 -0.014
Si 6.834 9.584 16.29 0.016 -0.006 0.003
Si 9.545 12.304 16.241 0.012 -0.012 -0.01
Si 12.239 14.991 16.135 0 0.004 -0.017
Si 14.979 1.371 16.169 0.005 0.01 -0.023
Si 12.242 4.139 16.087 -0.003 0.007 -0.022
Si 14.975 6.845 16.159 0.013 0.023 -0.022
Si 12.286 9.593 16.192 0.014 -0.009 -0.007
Si 14.974 12.258 16.155 -0.02 0.008 -0.012
Si 17.694 14.959 16.266 -0.011 0.018 -0.007
Si 20.383 1.358 16.289 -0.002 0 -0.013
Si 17.692 4.09 16.248 0.011 0.01 -0.001
Si 20.371 6.799 16.35 -0.016 0.015 -0.003
Si 17.665 9.494 16.256 -0.014 0.01 0
Si 20.388 12.232 16.282 -0.008 0.014 -0.001
Si 23.111 14.977 16.359 0.001 0.005 -0.004
Si 25.799 1.395 16.379 0.002 -0.012 -0.005
Si 23.074 4.08 16.371 -0.009 -0.007 0.005
Si 25.854 6.807 16.366 0.006 -0.002 -0.009
Si 23.091 9.523 16.376 -0.001 -0.011 0.012
Si 25.814 12.249 16.38 0.001 0.005 -0.008
Si 28.535 14.975 16.36 -0.005 0.001 -0.01
Si 31.251 1.393 16.397 0.019 -0.004 -0.005
Si 28.55 4.101 16.428 -0.003 -0.003 0.006
Si 31.263 6.844 16.387 0.001 0.008 0.003
Si 28.53 9.523 16.379 -0.004 -0.001 -0.007
Si 31.287 12.274 16.365 0.008 -0.006 -0.005
Si 33.975 14.98 16.35 0.006 0 -0.01
Si 36.723 1.379 16.303 -0.006 -0.01 -0.002
Si 33.998 4.106 16.32 -0.002 -0.001 -0.007
Si 36.7 6.816 16.325 -0.002 -0.006 -0.011
Si 33.989 9.534 16.377 -0.008 0.002 -0.008
Si 36.7 12.231 16.332 0.013 -0.01 0
Si 39.423 14.943 16.294 -0.019 0 -0.005
Si 42.137 1.364 16.242 -0.003 0.001 -0.011
Si 39.42 4.083 16.286 -0.003 -0.004 -0.004
Si 42.144 6.833 16.257 0.014 -0.007 0
Si 39.43 9.528 16.267 0.007 -0.011 -0.011
Si 42.159 12.252 16.292 0.008 0 -0.001
Si 44.877 14.964 16.239 0.004 0.003 -0.018
Si 47.557 1.328 16.22 -0.016 0.013 -0.011
Si 44.834 4.079 16.174 0.003 -0.007 -0.022
Si 47.587 6.805 16.245 0.016 0.001 -0.003
Si 44.852 9.528 16.289 0.003 -0.005 0
Si 47.579 12.255 16.243 0.009 0.012 -0.012
Si 50.284 14.928 16.242 0.003 0 -0.014
Si 53.072 1.334 16.331 -0.002 0.024 -0.021
Si 50.317 4.072 16.254 -0.001 0.005 -0.011
Si 53.092 6.78 16.254 0.001 0.01 -0.01
Si 50.305 9.533 16.212 0.012 0.011 -0.015
Si 53.032 12.14 16.29 -0.002 0 -0.011
Si 55.818 14.881 16.37 0.003 0.009 0
Si 58.566 1.297 16.415 0.016 0.001 -0.005
Si 55.788 4.033 16.362 -0.005 0.006 -0.001
Si 58.456 6.699 16.432 -0.014 -0.011 -0.009
Si 55.743 9.399 16.388 -0.01 -0.018 -0.001
Si 58.517 12.167 16.432 -0.003 0.023 0.002
Si 61.243 14.872 16.461 -0.005 0.006 -0.001
Si 63.93 1.27 16.437 -0.001 -0.008 -0.009
Si 61.171 3.971 16.476 -0.04 -0.012 0.005
Si 63.933 6.727 16.434 -0.001 -0.011 0.001
Si 61.191 9.42 16.423 -0.014 -0.023 0.007
Si 64.004 12.23 16.411 0.001 0.015 -0.005
Si 2.782 -0.005 17.785 0.025 0.003 -0.013
Si 5.481 2.725 17.671 0.01 0.029 -0.02
Si 2.776 5.414 17.658 -0.023 -0.017 -0.011
Si 5.502 8.234 17.692 -0.011 0.015 -0.006
Si 2.851 10.845 17.755 -0.003 -0.03 -0.042
Si 5.482 13.641 17.748 -0.008 0.006 0.019
Si 8.205 0.066 17.639 -0.001 0.017 0.009
Si 10.896 2.784 17.411 0.003 0.028 -0.004
Si 8.203 5.556 17.574 -0.008 0.014 0.017
Si 10.927 8.209 17.494 0.016 0.022 -0.01
Si 8.191 10.981 17.629 -0.022 0.015 0.013
Si 10.902 13.709 17.562 0.008 0.004 -0.002
Si 13.631 -0.023 17.473 -0.027 -0.004 0.013
Si 16.317 2.72 17.549 -0.003 -0.026 0.021
Si 13.553 5.526 17.438 -0.035 -0.017 -0.017
Si 16.293 8.137 17.611 -0.017 -0.027 0.04
Si 13.623 10.986 17.561 -0.001 -0.012 0.019
Si 16.321 13.555 17.558 0.012 -0.012 -0.019
Si 19.055 -0.016 17.65 -0.008 -0.018 0.017
Si 21.649 2.732 17.713 -0.003 0.021 -0.018
Si 19.004 5.42 17.7 -0.014 -0.017 -0.006
Si 21.711 8.163 17.736 0.003 -0.002 0.017
Si 19.034 10.843 17.608 0.02 -0.033 0.002
Si 21.743 13.57 17.662 0.009 0.005 -0.007
Si 24.427 0.056 17.749 0.003 -0.004 0.012
Si 27.178 2.709 17.769 -0.004 0.012 0.008
Si 24.497 5.425 17.685 -0.005 0 -0.002
Si 27.196 8.149 17.776 0.015 -0.013 -0.001
Si 24.473 10.864 17.746 0.007 -0.003 -0.012
Si 27.155 13.647 17.725 0.013 0.002 0.003
Si 29.893 -0.011 17.738 -0.002 -0.007 -0.016
Si 32.626 2.803 17.703 -0.012 -0.006 0.013
Si 29.894 5.518 17.773 0.006 0.005 -0.017
Si 32.652 8.169 17.761 -0.007 0.002 0.021
Si 29.912 10.903 17.68 0 0.006 -0.007
Si 32.628 13.641 17.753 -0.005 0.003 0.009
Si 35.378 0.014 17.654 0.003 0.006 0.01
Si 38.066 2.738 17.677 -0.003 0.018 0
Si 35.365 5.431 17.693 0.006 0.012 0
Si 38.057 8.21 17.641 -0.006 -0.012 0.019
Si 35.332 10.91 17.735 0.002 -0.008 0.006
Si 38.102 13.551 17.671 -0.008 -0.008 0.015
Si 40.767 0.026 17.606 0.021 -0.003 -0.002
Si 43.54 2.705 17.555 0.005 0.005 0.019
Si 40.786 5.469 17.592 -0.011 0.014 0.011
Si 43.486 8.173 17.663 -0.01 0.002 -0.004
Si 40.805 10.859 17.622 -0.01 0.008 -0.012
Si 43.511 13.661 17.617 0 -0.012 -0.003
Si 46.244 -0.04 17.621 -0.018 -0.005 0.011
Si 48.882 2.729 17.532 0.03 -0.013 -0.008
Si 46.128 5.478 17.52 -0.021 0.002 -0.017
Si 48.971 8.19 17.558 -0.013 -0.01 0.011
Si 46.216 10.927 17.6 -0.025 -0.003 0.019
Si 48.93 13.596 17.626 -0.014 0.006 0.006
Si 51.627 -0.022 17.577 -0.01 -0.002 0.002
Si 54.451 2.678 17.718 0.011 -0.014 0.023
Si 51.736 5.432 17.555 0.005 -0.005 -0.023
Si 54.383 8.029 17.776 0.021 -0.02 0.037
Si 51.626 10.825 17.651 0.002 -0.007 0.012
Si 54.428 13.457 17.625 0.003 -0.002 -0.014
Si 57.244 -0.11 17.725 0.019 -0.033 -0.015
Si 59.844 2.6 17.931 0.009 0.002 0.009
Si 57.096 5.34 17.826 0.021 0.008 0.008
Si 59.793 8.049 17.805 0.018 0.023 0.008
Si 57.122 10.756 17.712 0.013 -0.008 -0.029
Si 59.882 13.507 17.845 0.002 -0.009 0.004
Si 62.609 -0.115 17.851 0.009 -0.008 -0.008
Si -0.003 2.629 17.791 0.019 -0.001 -0.005
Si 62.526 5.359 17.789 0.005 0.003 -0.013
Si 0.043 8.107 17.756 0.002 0.012 0.008
Si 62.598 10.833 17.668 0.003 -0.009 -0.051
Si 0.089 13.555 17.849 0.007 -0.002 0.015
Si 1.373 1.284 19.169 -0.003 -0.003 -0.014
Si 4.136 4.09 19.03 -0.011 0.002 -0.022
Si 1.43 6.707 19.061 -0.018 -0.009 -0.001
Si 4.237 9.564 19.192 0.016 0.03 0
Si 1.543 12.179 19.145 -0.006 -0.004 -0.026
Si 4.166 15.003 19.193 0.01 0.013 -0.001
Si 6.864 1.41 19.041 -0.022 -0.002 0.014
Si 9.668 4.21 18.791 0.037 0.013 -0.037
Si 6.885 6.904 19.018 0.029 -0.025 0.006
Si 9.667 9.633 18.837 0.027 -0.003 -0.017
Si 6.89 12.33 19.102 -0.016 -0.009 -0.022
Si 9.612 15.076 18.993 0.021 0 -0.011
Si 12.231 1.379 18.693 -0.012 -0.005 -0.061
Si 14.873 4.146 18.732 0.019 -0.011 -0.037
Si 12.253 6.86 18.874 0.004 0.003 -0.002
Si 14.909 9.545 18.895 0.001 0.024 -0.056
Si 12.338 12.46 18.91 0.014 0.022 -0.041
Si 14.972 14.937 18.862 -0.009 -0.02 -0.013
Si 17.671 1.372 18.951 0.008 0.005 -0.03
Si 20.296 4.052 19.148 -0.015 -0.021 0.018
Si 17.6 6.749 19.038 -0.015 -0.002 -0.013
Si 20.321 9.542 19.093 0.02 -0.004 -0.014
Si 17.626 12.143 18.929 -0.031 0.001 0.016
Si 20.382 14.888 19.034 -0.02 0.019 -0.024
Si 22.984 1.394 19.087 0.002 -0.019 -0.013
Si 25.817 4.087 19.115 0.015 0.001 -0.003
Si 23.131 6.766 19.016 -0.016 0.013 -0.026
Si 25.814 9.482 19.129 -0.005 0.005 0.003
Si 23.093 12.238 19.059 -0.011 0.022 -0.003
Si 25.817 15.038 19.105 0.01 -0.014 -0.022
Si 28.527 1.303 19.117 -0.045 0.01 -0.008
Si 31.309 4.207 19.097 0.045 0.01 -0.034
Si 28.54 6.831 19.219 0.002 -0.001 -0.003
Si 31.262 9.571 19.063 -0.011 0.008 -0.02
Si 28.548 12.261 19.019 -0.007 0.017 -0.025
Si 31.244 14.977 19.133 0.004 -0.01 -0.001
Si 34.015 1.406 18.973 0.023 -0.003 -0.039
Si 36.72 4.084 19.074 0.002 -0.005 -0.012
Si 34.045 6.768 19.093 -0.022 0.004 -0.014
Si 36.73 9.557 19.06 -0.007 -0.001 -0.013
Si 33.997 12.299 19.12 0.016 -0.011 -0.012
Si 36.736 14.931 18.983 -0.021 0.007 -0.041
Si 39.43 1.362 18.999 -0.006 -0.019 -0.015
Si 42.212 4.11 18.863 0.004 0.018 -0.036
Si 39.405 6.82 18.949 0.007 -0.026 -0.031
Si 42.131 9.539 19.032 0.006 -0.008 -0.01
Si 39.483 12.171 19.025 -0.012 0.002 -0.02
Si 42.129 15.023 18.963 -0.001 0 -0.018
Si 44.841 1.3 18.936 -0.016 -0.002 -0.014
Si 47.436 4.083 18.804 -0.014 -0.04 -0.017
Si 44.851 6.802 18.996 0.005 -0.018 -0.018
Si 47.583 9.535 18.899 -0.001 0.021 -0.036
Si 44.899 12.343 18.965 0.015 0.004 -0.033
Si 47.641 14.983 19.026 0.007 0.024 -0.003
Si 50.262 1.414 18.874 -0.009 -0.023 -0.046
Si 53.059 4.122 18.98 -0.002 0.062 -0.012
Si 50.402 6.839 18.844 0.027 0.026 -0.028
Si 52.926 9.411 19.02 -0.035 -0.006 -0.031
Si 50.244 12.208 18.984 0.031 -0.03 -0.028
Si 52.978 14.83 18.816 -0.025 -0.014 -0.045
Si 55.894 1.279 19.005 0.024 0.025 -0.033
Si 58.384 3.962 19.27 -0.011 -0.008 -0.027
Si 55.707 6.638 19.242 -0.019 0.009 -0.025
Si 58.381 9.388 19.157 -0.034 0.004 -0.006
Si 55.748 12.082 19.045 0.005 -0.014 -0.021
Si 58.531 14.884 19.227 -0.006 0.037 0.007
Si 61.246 1.175 19.282 -0.019 0.004 -0.011
Si 63.859 3.964 19.13 -0.026 -0.009 -0.026
Si 61.13 6.673 19.177 -0.029 -0.017 -0.012
Si 63.924 9.518 19.041 0.022 0.016 -0.025
Si 61.259 12.058 19.129 0.003 0.004 0.004
Si 63.96 14.847 19.265 -0.017 0.008 0.008
Si 0.106 -0.144 20.648 0.034 -0.008 0.029
Si 2.674 2.839 20.394 -0.039 0.055 0.034
Si -0.076 5.405 20.376 0.01 0.025 0.022
Si 2.876 8.032 20.398 0.017 -0.016 0.055
Si 0.138 10.757 20.393 0.007 0.009 0.061
Si 2.903 13.521 20.586 0.017 -0.007 0.019
Si 5.537 0.126 20.548 -0.02 -0.023 0.025
Si 8.331 2.889 20.119 -0.007 -0.019 0.026
Si 5.545 5.434 20.353 0.021 -0.006 0.04
Si 8.398 8.303 20.244 -0.021 -0.037 0.007
Si 5.666 10.94 20.616 -0.015 -0.005 0.048
Si 8.221 13.834 20.401 -0.032 -0.005 0.023
Si 11.033 0.152 20.249 0.022 -0.013 0.085
Si 13.576 2.712 19.986 0.013 -0.009 0.065
Si 11.042 5.449 20.273 0.016 -0.045 0.067
Si 13.443 8.314 20.25 -0.002 0.029 0.067
Si 10.938 11.118 20.15 -0.024 -0.004 0.063
Si 13.684 13.745 20.406 -0.013 -0.016 0.051
Si 16.334 -0.087 20.206 0.012 -0.012 0.041
Si 18.828 2.725 20.512 0.008 0.013 0.086
Si 16.041 5.415 20.26 0.028 0.066 0.061
Si 18.944 8.121 20.432 0.003 -0.005 0.003
Si 16.318 10.762 20.311 0.011 -0.025 0.048
Si 18.973 13.448 20.289 0.027 0.031 0.068
Si 21.665 -0.035 20.455 0.05 -0.019 0.038
Si 24.354 2.774 20.425 0.003 0.009 0.043
Si 21.808 5.392 20.387 0.045 -0.02 0.043
Si 24.435 8.093 20.469 0.007 -0.017 0.035
Si 21.769 10.886 20.45 -0.009 -0.056 0.035
Si 24.396 13.663 20.396 0 0.012 0.043
Si 27.176 0.016 20.597 0.001 -0.001 0.054
Si 29.932 2.742 20.296 0.007 0.013 0.045
Si 27.142 5.426 20.563 -0.003 0.003 0.044
Si 29.956 8.244 20.522 0.003 -0.017 0.044
Si 27.217 10.887 20.383 0.025 0 0.039
Si 29.85 13.594 20.47 0.003 -0.012 0.054
Si 32.668 0.08 20.354 0.015 -0.002 0.051
Si 35.366 2.695 20.411 -0.018 -0.001 0.054
Si 32.699 5.501 20.57 -0.027 -0.007 0.009
Si 35.437 8.127 20.409 0.015 0.01 0.051
Si 32.581 10.967 20.438 -0.021 0.003 0.052
Si 35.399 13.653 20.459 0.026 0.013 0.04
Si 38.116 -0.065 20.334 0.006 -0.026 0.059
Si 40.854 2.782 20.197 -0.001 0.008 0.028
Si 38.088 5.48 20.383 0.015 0.019 0.049
Si 40.722 8.165 20.344 0.001 0.001 0.063
Si 38.098 10.887 20.455 0.012 0.023 0.033
Si 40.856 13.587 20.299 -0.015 -0.004 0.064
Si 43.434 0.056 20.377 -0.008 0.053 0.029
Si 46.174 2.695 20.238 0.002 0.024 0.053
Si 43.492 5.425 20.341 -0.004 -0.007 0.043
Si 46.223 8.214 20.276 -0.007 -0.015 0.036
Si 43.508 10.983 20.285 0.003 0.003 0.054
Si 46.282 13.667 20.405 0.011 -0.027 0.044
Si 48.991 0.096 20.336 -0.03 -0.022 0.092
Si 51.577 2.842 20.188 -0.03 0.017 0.067
Si 48.847 5.543 19.91 -0.014 0.047 0.018
Si 51.631 8.058 20.465 0.01 -0.008 0.05
Si 48.902 10.843 20.338 0.011 0.006 0.07
Si 51.627 13.562 20.276 -0.005 -0.023 0.063
Si 54.388 -0.121 20.036 -0.004 0.013 0.038
Si 57.058 2.515 20.67 0.011 0.009 0.07
Si 54.32 5.25 20.639 0.028 -0.012 0.064
Si 56.979 8.092 20.61 -0.025 -0.002 0.044
Si 54.279 10.749 20.343 0.003 -0.019 0.064
Si 57.073 13.451 20.429 0.015 -0.018 0.053
Si 59.965 16.101 20.752 0.023 -0.01 0.049
Si 62.591 2.591 20.624 -0.011 0.001 0.058
Si 59.742 5.333 20.636 0.021 -0.005 0.039
Si 62.465 8.216 20.356 -0.033 0.024 0.034
Si 59.823 10.714 20.453 0.017 -0.015 0.018
Si 62.658 13.296 20.568 0.055 -0.002 0.058
Si 1.215 14.444 21.932 0.136 0.304 -0.674
Si 4.006 1.508 21.71 0.143 -0.086 -0.68
Si 1.083 3.974 21.778 0.235 0.159 -0.721
Si 4.322 6.793 21.796 -0.23 -0.09 -0.738
Si 1.204 9.069 21.604 0.197 0.252 -0.682
Si 4.644 12.61 21.977 -0.173 -0.2 -0.708
Si 6.806 14.976 21.94 0.134 0.248 -0.644
Si 9.867 1.789 21.437 0.018 -0.12 -0.711
Si 7.318 4.449 21.506 -0.248 -0.197 -0.769
Si 9.519 6.699 21.523 0.262 0.109 -0.646
Si 7.531 9.919 21.691 -0.345 -0.12 -0.74
Si 9.523 12.328 21.564 0.156 0.174 -0.699
Si 12.727 15.585 21.634 -0.034 -0.205 -0.76
Si 14.939 1.392 21.297 0.018 -0.06 -0.509
Si 12.198 3.777 21.51 0 0.242 -0.73
Si 14.878 7.056 21.54 -0.091 -0.209 -0.726
Si 12.353 9.983 21.569 -0.112 -0.265 -0.697
Si 14.792 11.984 21.557 0.126 0.241 -0.818
Si 17.778 14.967 21.576 -0.3 -0.217 -0.755
Si 19.926 0.967 21.671 0.211 0.343 -0.766
Si 16.941 3.754 21.644 0.159 0.005 -0.631
Si 20.645 6.989 21.574 -0.113 -0.003 -0.678
Si 17.265 9.104 21.772 0.259 0.286 -0.765
Si 20.31 12.177 21.745 0.053 0.012 -0.738
Si 23.305 15.232 21.807 -0.317 -0.273 -0.773
Si 25.461 1.213 21.726 0.319 0.133 -0.7
Si 23.306 4.301 21.904 -0.154 -0.095 -0.684
Si 25.525 6.561 21.896 0.184 0.066 -0.673
Si 22.837 9.222 21.764 0.132 0.22 -0.738
Si 25.963 12.427 21.586 -0.134 -0.071 -0.728
Si 28.222 14.587 21.855 0.166 0.342 -0.707
Si 31.554 1.712 21.6 0 -0.087 -0.68
Si 28.664 4.053 21.729 -0.241 -0.093 -0.736
Si 31.673 7.245 21.825 -0.229 -0.284 -0.774
Si 28.772 9.837 21.81 -0.057 -0.199 -0.713
Si 30.98 12.062 21.841 0.223 0.093 -0.73
Si 34.205 15.273 21.693 -0.046 -0.215 -0.705
Si 36.508 1.025 21.613 0.03 0.182 -0.814
Si 33.857 3.842 21.82 0.171 0.202 -0.67
Si 36.972 6.974 21.826 -0.189 -0.135 -0.681
Si 33.89 9.413 21.571 0.076 0.148 -0.751
Si 37.06 12.565 21.755 -0.193 -0.143 -0.741
Si 39.336 14.715 21.644 0.071 0.165 -0.729
Si 42.272 1.695 21.677 -0.073 -0.28 -0.676
Si 39.753 4.313 21.529 -0.208 0.007 -0.748
Si 41.858 6.565 21.593 0.193 0.074 -0.787
Si 39.166 9.237 21.759 0.055 0.092 -0.702
Si 42.495 12.595 21.659 -0.195 -0.198 -0.721
Si 44.695 14.876 21.655 0.191 0.186 -0.621
Si 47.855 1.756 21.573 -0.176 -0.294 -0.678
Si 44.6 3.763 21.591 0.091 0.18 -0.75
Si 47.879 7.034 21.403 -0.152 0.07 -0.696
Si 45.082 9.835 21.516 -0.038 -0.145 -0.721
Si 47.347 11.98 21.68 0.116 0.201 -0.757
Si 50.764 15.376 21.464 -0.269 -0.169 -0.773
Si 52.99 1.303 21.179 0.017 0.088 -0.481
Si 49.94 4.132 21.313 0.315 0.009 -0.611
Si 53.129 6.877 21.922 -0.128 -0.169 -0.711
Si 50.01 9.266 21.685 0.227 0.112 -0.705
Si 53.108 12.33 21.605 -0.251 -0.171 -0.696
Si 55.304 14.604 21.456 0.203 0.128 -0.698
Si 58.77 1.45 21.995 -0.109 -0.224 -0.723
Si 55.184 3.364 21.936 0.192 0.237 -0.733
Si 58.531 6.93 21.952 -0.181 -0.251 -0.62
Si 55.266 9.233 21.841 0.181 0.005 -0.746
Si 58.643 12.233 21.735 -0.238 -0.048 -0.63
Si 61.083 14.261 21.994 0.165 0.369 -0.542
Si 64.307 1.532 21.919 -0.261 -0.203 -0.622
Si 60.968 3.753 21.915 0.114 0.145 -0.746
Si 64.017 7.044 21.549 -0.053 -0.217 -0.602
Si 60.856 9.118 21.855 0.181 0.281 -0.715
Si 64.299 12.145 21.882 -0.221 -0.131 -0.673
Si 3.917 12.347 25.023 0.049 0.029 -0.106
Si 13.778 15.188 27.86 -0.074 -0.07 -0.004
Si 2.118 4.377 26.663 -0.002 0.051 -0.103
Si 1.208 8.759 24.438 0.067 -0.116 0.007
Si 63.475 14.169 29.04 -0.074 -0.054 0.013
Si 64.886 1.122 24.775 -0.16 -0.141 -0.217
Si 5.994 4.254 26.262 0.097 0.043 -0.012
Si 15.608 5.458 25.885 0.01 0.069 -0.062
Si 4.264 5.677 28.278 -0.016 -0.116 0.138
Si 5.019 4.697 31.153 0.049 0.075 0.073
Si 8.717 10.525 26.157 0.001 -0.06 0.028
Si 9.366 1.081 26.723 0.088 0.248 -0.131
Si 16.704 13.083 23.835 0.078 -0.102 -0.181
Si 18.327 1.187 26.959 -0.132 -0.09 -0.113
Si 7.897 6.348 25.761 0.016 0.17 -0.141
Si 15.138 10.375 26.31 -0.151 0.06 0.014
Si 11.068 9.705 24.5 0.089 0.056 -0.156
Si 9.769 0.389 30.603 -0.042 -0.119 0.14
Si 22.062 3.705 24.751 0.068 -0.022 -0.249
Si 20.226 14.43 29.395 0.021 0.059 -0.035
Si 20.266 6.063 24.426 -0.03 -0.073 -0.073
Si 32.959 9.803 28.311 0.037 0.084 0.017
Si 15.425 4.223 28.517 -0.14 -0.05 0.013
Si 27.498 3.082 26.862 0.052 -0.048 -0.014
Si 35.559 5.088 27.153 0.027 0.024 -0.016
Si 30.319 3.872 25.96 0.032 -0.185 -0.057
Si 25.626 9.081 29.304 -0.001 -0.045 0.083
Si 25.828 11.658 26.175 -0.068 0.078 -0.098
Si 24.091 11.114 23.784 0.006 0.017 -0.11
Si 28.624 15.869 24.584 -0.088 -0.16 0.034
Si 27.036 14.149 26.654 0.021 0.032 -0.038
Si 35.907 4.896 23.993 -0.044 0.065 -0.222
Si 29.727 13.074 27.888 -0.017 -0.11 0.021
Si 33.89 12.586 28.518 -0.045 -0.124 -0.019
Si 32.209 14.586 26.868 0.029 -0.087 -0.081
Si 34.225 8.563 30.907 0.011 0.045 -0.037
Si 32.839 13.512 23.887 -0.046 0.007 -0.067
Si 36.227 0.179 26.687 0.067 -0.011 0.108
Si 33.382 0.861 26.032 -0.056 0.045 0.127
Si 38.153 2.68 23.671 -0.036 0.069 -0.093
Si 35.134 11.307 23.763 -0.017 0.078 -0.155
Si 40.802 14.695 26.255 0.036 -0.023 -0.119
Si 42.323 14.789 29.011 -0.123 -0.101 0.049
Si 48.627 15.469 25.765 -0.061 -0.017 -0.117
Si 37.787 6.852 28.18 -0.035 -0.029 -0.132
Si 46.072 5.623 23.438 -0.079 0.029 -0.128
Si 41.243 -0.174 23.78 -0.024 0.109 -0.111
Si 44.783 13.153 25.651 -0.128 0.083 -0.052
Si 50.623 2.507 24.622 -0.11 -0.001 -0.098
Si 50.971 12.857 28.861 -0.054 -0.005 -0.016
Si 43.821 7.885 23.515 0.035 -0.078 -0.155
Si 52.148 8.658 26.046 -0.026 0.001 -0.037
Si 47.551 12.936 24.562 0.047 -0.042 -0.124
Si 51.58 10.836 23.97 -0.04 -0.017 -0.152
Si 54.806 0.344 29.419 0.015 0.051 -0.032
Si 55.073 1.497 26.67 -0.033 0.035 0.025
Si 51.039 15.791 24.212 -0.036 -0.02 -0.073
Si 56.642 11.266 23.846 0.067 0.016 -0.14
Si 46.827 6.22 26.278 0.036 0.022 0.026
Si 53.617 15.407 25.631 0.017 0.062 -0.078
Si 57.831 0.499 27.122 0.005 -0.05 0.117
Si 58.568 16.051 24.477 -0.224 0.158 -0.159
Si 57.368 6.473 24.945 -0.015 0.065 -0.083
Si 62.702 5.512 23.882 0.004 -0.052 -0.034
Si 59.315 8.214 26.724 -0.002 0.074 -0.113
Si 61.249 9.833 24.912 -0.047 -0.105 -0.112
Si 3.888 10.699 30.751 -0.072 0.044 -0.002
Si 2.351 5.795 24.036 -0.067 0.124 -0.1
Si 59.399 5.336 31.486 0.151 -0.048 0.079
Si 62.604 5.752 26.725 -0.022 -0.011 -0.047
Si 2.401 -0.1 23.951 0.068 -0.121 0
Si 64.844 6.699 28.374 -0.028 -0.086 0.095
Si 5.946 2.899 23.704 0.079 -0.108 -0.049
Si 10.674 6.883 24.426 -0.06 0.005 -0.169
Si 1.457 2.131 28.273 0.067 0.088 0.067
Si 5.791 10.152 25.851 0.094 0.006 -0.034
Si 64.576 4.116 25.629 -0.051 0.026 0
Si 8.062 0.717 23.862 0.005 -0.111 0.023
Si 8.747 12.058 30.394 -0.046 0.037 0.129
Si 9.607 3.037 28.963 0.184 0.034 -0.196
Si 7.029 2.187 28.168 0.143 0.084 0.033
Si 11.12 14.796 26.631 -0.076 -0.032 -0.236
Si 11.405 13.771 23.698 0.03 -0.061 -0.037
Si 16.581 8.137 29.693 0.132 0.081 0.078
Si 13.311 5.473 23.744 0.001 0.063 -0.163
Si 17.805 4.325 24.383 0.011 0.073 -0.074
Si 21.731 14.27 26.864 -0.001 -0.04 0.066
Si 20.79 11.822 30.854 -0.096 -0.018 0.062
Si 12.447 7.873 30.347 -0.086 0.039 0.174
Si 15.485 1.398 28.142 0.19 -0.029 -0.014
Si 18.741 2.001 31.277 0.007 0.056 0.163
Si 22.73 3.057 27.476 0.001 -0.108 -0.034
Si 22.899 9.869 30.317 0.155 -0.072 0.192
Si 16.961 8.063 26.622 0.046 -0.083 0.059
Si 15.165 13.141 26.438 -0.026 -0.126 -0.067
Si 19.607 1.916 24.466 0.087 -0.146 -0.038
Si 20.865 5.156 28.702 0.12 -0.089 0.092
Si 32.936 5.868 31.597 -0.121 0.082 -0.032
Si 24.591 13.483 28.076 0.103 0.094 0.046
Si 27.396 9.21 26.784 0.097 0 0.023
Si 22.005 13.501 23.882 0.043 0.073 -0.059
Si 32.967 3.576 27.453 0.053 0.035 -0.015
Si 29.645 2.587 31.397 -0.059 -0.033 0.14
Si 30.989 1.127 24.449 -0.002 0.046 -0.039
Si 29.904 11.706 30.492 0.119 -0.037 0.016
Si 37.404 8.875 30.569 -0.013 -0.024 0.149
Si 21.03 0.427 28.071 0.124 0.047 0.073
Si 37.829 14.041 26.86 -0.089 -0.018 -0.048
Si 36.808 3.441 29.366 -0.03 -0.036 0.08
Si 36.864 15.295 29.243 -0.067 0.024 -0.046
Si 37.936 5.131 31.577 -0.008 -0.064 0.133
Si 42.273 4.062 29.279 -0.103 0.108 -0.112
Si 38.094 11.135 26.672 0.037 0.007 0.073
Si 39.185 10.958 29.462 0.005 -0.04 -0.043
Si 38.63 2.073 26.446 0.032 -0.054 0.061
Si 44.239 15.877 24.369 0.103 0.113 -0.041
Si 41.263 8.67 29.102 0.028 0.042 -0.088
Si 44.464 4.891 27.254 0.016 0.007 -0.077
Si 40.066 9.835 24.673 0.031 0.062 -0.128
Si 44.384 7.764 26.38 0.097 -0.165 0.071
Si 45.063 2.169 25.991 -0.04 -0.106 -0.096
Si 52.533 1.66 31.078 -0.039 0 -0.003
Si 45.613 2.907 31.374 0.14 -0.11 0.032
Si 49.255 8.66 30.608 0.064 -0.003 0.067
Si 48.319 3.72 29.061 0.108 -0.027 0.158
Si 44.607 12.681 28.661 -0.026 -0.003 0.029
Si 53.554 14.048 28.254 0.022 0.004 0.088
Si 55.538 4.18 25.015 0.032 -0.069 -0.137
Si 52.345 3.969 29.463 0.016 0.139 -0.055
Si 51.262 5.186 23.786 0.115 0.218 -0.071
Si 50.864 10.063 28.246 0.024 0.035 0.023
Si 57.666 15.841 29.822 -0.109 -0.075 -0.011
Si 62.905 0.044 26.814 -0.059 0.042 0.043
Si 64.073 1.309 30.821 -0.005 0.14 0.012
Si 54.702 6.705 25.969 -0.021 0.126 -0.011
Si 54.873 5.693 28.896 -0.051 0.01 0.103
Si 57.535 10.846 26.788 0.09 0.067 0.024
Si 61.148 14.706 24.787 0.159 -0.283 -0.029
Si 61.984 2.086 28.905 0.068 -0.114 0.028
Si 60.747 6.697 29.028 0.02 0.073 0.123
Si 58.909 1.996 29.38 0.051 -0.026 -0.004
Si 1.361 11.191 26.022 0.019 -0.214 -0.078
Si 56.095 14.343 24.18 0.05 -0.01 -0.181
Si 64.141 10.489 24.608 0.053 -0.01 -0.174
Si 2.538 15.772 28.567 -0.005 -0.044 -0.071
Si 5.379 -0.073 28.666 0.041 -0.009 -0.126
Si 2.28 7.642 28.772 -0.047 -0.026 0.025
Si 4.098 15.129 26.249 0.013 0.005 0.075
Si 64.048 9.528 29.655 0.009 0.023 -0.065
Si 1.53 10.664 28.969 -0.039 -0.072 0.047
Si 0.52 15.15 30.494 -0.093 0.078 0.205
Si 6.588 9.752 30.33 -0.072 -0.022 0.066
Si 2.312 8.205 31.582 -0.066 0.013 0.013
Si 6.314 8.214 23.731 -0.007 -0.115 0.007
Si 2.646 2.608 31.235 -0.101 -0.082 0.032
Si 17.598 15.38 30.668 0.131 -0.071 -0.089
Si 15.188 0.442 30.761 -0.07 -0.058 0.127
Si 10.784 5.225 30.924 0.049 -0.081 0.097
Si 12.467 15.435 30.448 0.049 -0.067 0.149
Si 13.083 10.289 28.561 0.086 -0.107 0.107
Si 10.609 12.119 28.013 -0.1 -0.16 -0.014
Si 7.353 14.714 30.37 0.002 0.09 0.149
Si 18.101 10.323 30.6 0.044 0.025 0.105
Si 21.985 5.421 31.363 0.091 -0.019 0.109
Si 14.797 6.132 30.535 0.061 -0.103 0.108
Si 18.422 3.569 28.625 -0.036 -0.156 0.153
Si 18.686 10.655 23.917 -0.054 0.012 -0.021
Si 15.349 10.731 30.514 -0.013 0.064 -0.042
Si 24.491 13.776 31.234 -0.043 0.008 0.044
Si 27.182 2.245 23.887 -0.048 0.037 -0.069
Si 21.832 7.977 28.285 0.228 0.078 -0.184
Si 24.15 6.605 29.5 -0.044 -0.013 -0.143
Si 13.15 11.763 24.941 0.071 0.026 -0.17
Si 19.928 8.696 25.985 -0.058 0.126 0.022
Si 26.794 15.954 31.402 0.007 0.039 0.057
Si 32.49 3.202 30.367 -0.026 -0.077 0.11
Si 27.489 10.386 31.423 -0.011 0.035 -0.008
Si 27.46 7.914 23.918 -0.002 0.099 -0.092
Si 27.381 1.721 29.436 -0.074 0.099 0.024
Si 25.405 3.772 28.726 0.076 0.04 0.086
Si 35.209 13.637 31.188 -0.031 -0.055 0.098
Si 34.973 2.266 31.496 0.029 -0.041 0.092
Si 29.922 5.948 23.667 0.04 0.023 0.015
Si 39.016 1.182 29.145 -0.06 0.03 -0.103
Si 30.094 10.108 27.98 -0.08 0.094 0.037
Si 35.323 10.653 26.773 -0.191 0 0.112
Si 40.531 13.216 31.117 0.139 -0.021 0.167
Si 46.383 13.18 31.099 -0.096 -0.035 0.157
Si 40.859 6.23 30.946 0.058 -0.027 0.106
Si 48.677 -0.029 28.472 -0.076 0.056 -0.088
Si 39.828 4.806 27.408 0.023 0.074 -0.002
Si 40.093 7.585 26.522 -0.062 -0.101 0.13
Si 41.901 1.158 30.353 -0.054 -0.018 0.131
Si 46.814 5.729 30.598 0.04 -0.067 0.118
Si 46.18 1.691 28.735 -0.002 -0.009 -0.012
Si 46.092 8.494 30.652 -0.025 -0.081 0.173
Si 41.964 12.175 24.71 0.042 0.066 -0.112
Si 44.027 9.709 28.813 0.002 0.036 0.059
Si 49.192 14.385 30.695 -0.051 -0.183 0.055
Si 49.711 1.982 31.365 -0.101 -0.03 0.151
Si 50.465 2.499 27.636 -0.147 0.05 0.062
Si 50.797 6.439 29.445 -0.044 0.052 0.049
Si 50.018 6.602 26.324 0.009 0.033 -0.057
Si 49.876 11.931 26.245 0.099 0.001 0.016
Si 47.746 1.908 24.578 0.019 -0.036 -0.218
Si 61.921 13.225 31.282 -0.088 -0.083 0.104
Si 56.853 4.075 30.644 -0.165 -0.059 0.031
Si 53.371 7.334 30.755 0.028 -0.043 0.093
Si 54.293 10.179 31.375 0.066 0.08 0.112
Si 57.038 13.33 31.312 -0.025 -0.08 0.171
Si 62.061 11.63 28.768 -0.053 0.042 0.169
Si 64.33 3.705 29.307 0.163 0.068 0.144
Si 7.269 8.508 27.774 0.041 0.089 -0.036
Si 62.373 8.054 31.392 0.017 -0.016 0.066
Si 55.464 11.738 29.02 0.033 0.065 0.106
Si 60.099 12.145 26.347 0.113 0.063 -0.008
Si 1.326 14.965 5.399 -0.008 -0.003 -0.005
Si 4.043 1.349 5.387 0 -0.011 0.007
Si 1.352 4.093 5.38 -0.012 -0.007 -0.002
Si 4.058 6.792 5.348 -0.005 -0.009 0.007
Si 1.364 9.517 5.417 -0.005 -0.004 -0.004
Si 4.087 12.233 5.344 -0.004 -0.015 0.007
Si 6.794 14.943 5.28 0.009 -0.004 0
Si 9.493 1.342 5.292 0.005 -0.003 0.006
Si 6.788 4.072 5.341 0.009 -0.005 -0.005
Si 9.514 6.797 5.332 0.002 0.008 0.006
Si 6.779 9.513 5.273 -0.003 -0.001 0.003
Si 9.5 12.215 5.272 0.006 -0.008 0.002
Si 12.232 14.948 5.273 0.006 -0.01 0.002
Si 14.96 1.331 5.359 -0.006 -0.001 0.009
Si 12.216 4.067 5.336 0.012 0.007 0.01
Si 14.971 6.819 5.365 0.012 -0.001 0.016
Si 12.253 9.509 5.301 0.001 -0.004 0.001
Si 14.96 12.228 5.339 0.007 0.018 0.013
Si 17.701 14.961 5.406 0.007 0.005 0.01
Si 20.419 1.403 5.45 -0.008 0.008 0.01
Si 17.705 4.095 5.385 0.01 0.004 -0.003
Si 20.418 6.799 5.463 -0.02 0.01 0.004
Si 17.724 9.494 5.361 0.01 0.007 -0.003
Si 20.436 12.265 5.437 -0.008 0.019 0.016
Si 23.16 14.96 5.441 -0.008 -0.012 0.002
Si 25.864 1.359 5.504 0.002 0.005 0.002
Si 23.136 4.105 5.484 -0.001 0.012 0.013
Si 25.874 6.856 5.506 0.003 -0.004 0.016
Si 23.193 9.556 5.495 -0.01 -0.012 0.002
Si 25.874 12.303 5.482 -0.006 0 0.007
Si 28.542 15.011 5.432 0.002 0.005 -0.001
Si 31.273 1.379 5.454 -0.016 -0.002 0.008
Si 28.603 4.112 5.519 -0.011 -0.003 0.011
Si 31.272 6.848 5.509 0.004 0.014 0.005
Si 28.571 9.583 5.482 0.002 -0.002 0.016
Si 31.233 12.283 5.474 -0.011 -0.009 0.007
Si 33.969 14.994 5.481 -0.011 0.011 -0.008
Si 36.693 1.337 5.506 0.018 0.009 0.001
Si 33.957 4.087 5.499 -0.008 0.008 0
Si 36.696 6.818 5.492 -0.002 0.001 0.002
Si 33.956 9.603 5.514 -0.001 -0.007 0.013
Si 36.703 12.276 5.454 -0.014 -0.019 -0.001
Si 39.424 14.905 5.412 -0.023 -0.025 0.004
Si 42.171 1.308 5.383 0.004 0.003 -0.005
Si 39.427 4.078 5.538 0.011 -0.003 0.015
Si 42.164 6.819 5.438 -0.01 -0.022 0.007
Si 39.428 9.546 5.434 0.003 -0.007 0.006
Si 42.135 12.239 5.391 0.015 0.009 -0.011
Si 44.898 14.931 5.351 0.035 -0.032 0
Si 47.602 1.311 5.416 -0.009 -0.004 -0.005
Si 44.835 4.052 5.423 0.011 0.016 0
Si 47.611 6.76 5.448 0.005 -0.014 0.017
Si 44.836 9.506 5.372 -0.012 0.002 -0.004
Si 47.598 12.227 5.363 -0.027 0.046 0.006
Si 50.319 14.89 5.465 0.013 -0.008 0.007
Si 53.057 1.319 5.512 -0.009 -0.012 0.005
Si 50.357 4.019 5.397 0.008 0.02 -0.01
Si 53.081 6.746 5.447 0 0.01 0.001
Si 50.344 9.454 5.438 0.01 -0.009 0.001
Si 53.07 12.154 5.525 0.012 0.019 0.017
Si 55.764 14.909 5.577 -0.012 0.01 0.016
Si 58.521 1.335 5.598 -0.011 0.005 0.027
Si 55.796 4.05 5.536 -0.002 0.008 0.011
Si 58.496 6.78 5.539 -0.004 0.002 0.011
Si 55.758 9.431 5.519 0.011 -0.005 0.001
Si 58.49 12.22 5.64 0.017 -0.004 0.014
Si 61.214 14.941 5.567 -0.001 0 0.004
Si 63.938 1.367 5.509 -0.009 -0.005 0.014
Si 61.207 4.066 5.539 -0.006 -0.003 0.005
Si 63.938 6.813 5.513 0.003 -0.015 0.008
Si 61.217 9.519 5.549 0.009 -0.002 0.013
Si 63.92 12.234 5.472 -0.006 -0.007 0.014
Si 2.696 -0.005 6.764 0.001 0.013 0.006
Si 5.424 2.719 6.72 0.002 0.004 0.002
Si 2.712 5.444 6.751 -0.001 0.006 -0.01
Si 5.432 8.165 6.687 0.003 0.002 0
Si 2.736 10.885 6.75 -0.003 0.003 0.001
Si 5.444 13.602 6.693 -0.005 0.013 -0.004
Si 8.141 -0.015 6.667 -0.005 0.008 -0.005
Si 10.844 2.708 6.681 -0.006 0.003 -0.009
Si 8.144 5.444 6.699 -0.003 0.001 0.004
Si 10.884 8.162 6.677 0.002 0.003 0.001
Si 8.135 10.874 6.655 0.004 0 -0.006
Si 10.862 13.591 6.64 0.001 0.002 -0.003
Si 13.581 -0.028 6.689 0.006 -0.007 -0.004
Si 16.321 2.718 6.713 -0.008 -0.005 -0.005
Si 13.598 5.43 6.692 -0.001 -0.002 -0.004
Si 16.34 8.165 6.731 -0.006 -0.014 -0.009
Si 13.588 10.879 6.69 -0.001 -0.004 -0.005
Si 16.324 13.581 6.721 0.006 -0.009 0
Si 19.051 0.015 6.769 -0.007 -0.009 -0.003
Si 21.773 2.744 6.828 -0.001 0.009 -0.011
Si 19.052 5.432 6.789 -0.003 -0.002 -0.002
Si 21.79 8.18 6.801 0 0.007 -0.006
Si 19.057 10.876 6.746 -0.001 0.005 -0.007
Si 21.792 13.616 6.806 -0.005 -0.007 -0.004
Si 24.497 -0.004 6.835 0.011 -0.008 -0.007
Si 27.223 2.738 6.846 0.008 -0.006 0.002
Si 24.503 5.471 6.832 -0.001 -0.008 -0.007
Si 27.219 8.22 6.856 -0.001 0.012 -0.005
Si 24.53 10.924 6.847 0.01 -0.003 -0.002
Si 27.216 13.659 6.84 -0.003 -0.002 -0.005
Si 29.905 0.03 6.815 0.011 -0.007 -0.003
Si 32.61 2.726 6.852 0.012 -0.003 -0.009
Si 29.925 5.487 6.879 -0.003 0.001 -0.009
Si 32.628 8.203 6.863 -0.001 -0.001 0.006
Si 29.915 10.921 6.861 -0.004 -0.006 0.004
Si 32.601 13.638 6.831 0.004 0.006 0.004
Si 35.33 0 6.863 0.009 -0.001 0.002
Si 38.039 2.719 6.852 -0.022 0.016 0.001
Si 35.325 5.458 6.838 -0.002 0.008 0.001
Si 38.073 8.186 6.814 0.006 -0.001 -0.001
Si 35.352 10.929 6.842 0.008 -0.012 -0.002
Si 38.059 13.611 6.822 0.007 -0.002 -0.005
Si 40.793 -0.034 6.752 0.009 -0.008 -0.011
Si 43.489 2.687 6.777 0.001 0.013 -0.003
Si 40.813 5.456 6.822 0.008 -0.006 0.002
Si 43.522 8.166 6.791 -0.007 -0.007 -0.007
Si 40.788 10.898 6.786 -0.004 -0.011 -0.002
Si 43.522 13.59 6.73 -0.006 0.017 0.01
Si 46.232 -0.039 6.761 -0.015 -0.003 0.012
Si 48.979 2.675 6.766 0.011 -0.008 -0.004
Si 46.232 5.394 6.776 0.003 0.001 -0.001
Si 48.972 8.117 6.8 -0.001 -0.002 0.003
Si 46.22 10.868 6.72 0.003 0.009 0
Si 48.947 13.54 6.794 0.001 -0.014 0.007
Si 51.68 -0.057 6.828 0.001 0.005 -0.001
Si 54.425 2.676 6.868 -0.008 -0.002 -0.011
Si 51.699 5.383 6.787 0 -0.009 -0.005
Si 54.402 8.089 6.871 -0.011 0.004 -0.006
Si 51.683 10.804 6.841 0.001 -0.005 -0.006
Si 54.408 13.532 6.897 -0.011 0.002 -0.002
Si 57.14 -0.042 6.915 0.002 0.004 -0.01
Si 59.884 2.699 6.927 0.007 -0.01 -0.005
Si 57.155 5.404 6.897 -0.002 -0.014 -0.011
Si 59.857 8.143 6.892 0.001 0.016 -0.003
Si 57.128 10.793 6.902 0.007 -0.001 -0.007
Si 59.868 13.588 6.949 -0.017 0.007 -0.002
Si 62.591 -0.006 6.882 0.006 0.004 -0.002
Si 0.033 2.74 6.817 0.007 -0.005 -0.005
Si 62.588 5.431 6.868 0.009 0.003 -0.008
Si 0.032 8.171 6.837 0.004 0.006 -0.002
Si 62.592 10.876 6.879 -0.007 -0.004 -0.006
Si 0.01 13.598 6.809 0.006 0.008 -0.002
Si 1.374 1.354 8.165 0.005 0.003 -0.004
Si 4.074 4.078 8.107 -0.002 0.001 -0.002
Si 1.377 6.783 8.171 -0.012 -0.004 0.002
Si 4.085 9.508 8.1 -0.003 -0.007 -0.003
Si 1.382 12.228 8.15 0.011 -0.004 -0.002
Si 4.079 14.946 8.092 -0.008 -0.008 -0.004
Si 6.786 1.344 8.061 -0.005 -0.005 -0.002
Si 9.497 4.075 8.057 -0.002 -0.01 0
Si 6.785 6.808 8.065 0.01 0.003 0.001
Si 9.505 9.526 8.028 0.011 0 -0.002
Si 6.794 12.233 8.053 0.002 -0.004 -0.005
Si 9.51 14.952 8.026 -0.002 -0.003 -0.009
Si 12.223 1.355 8.04 0.004 0.005 -0.005
Si 14.959 4.082 8.065 -0.001 0.004 0
Si 12.236 6.8 8.046 0.001 0.002 -0.009
Si 14.965 9.537 8.062 0.018 0.017 -0.004
Si 12.219 12.248 8.032 0.005 -0.002 -0.004
Si 14.953 14.951 8.062 -0.012 0 -0.005
Si 17.679 1.374 8.102 0.012 0.01 -0.004
Si 20.413 4.098 8.168 -0.002 -0.008 0.005
Si 17.684 6.806 8.113 -0.009 -0.009 0.004
Si 20.416 9.537 8.135 -0.008 -0.008 -0.002
Si 17.692 12.24 8.094 -0.007 0.006 0.002
Si 20.417 14.982 8.138 0.009 0.005 -0.003
Si 23.135 1.373 8.174 -0.01 -0.002 -0.006
Si 25.853 4.101 8.192 -0.004 0.003 -0.002
Si 23.138 6.827 8.18 0 -0.001 0
Si 25.864 9.564 8.22 0.006 0.006 0
Si 23.14 12.263 8.184 -0.002 0.004 -0.002
Si 25.85 14.983 8.214 -0.003 -0.002 -0.001
Si 28.566 1.379 8.206 -0.002 0.002 -0.003
Si 31.273 4.104 8.218 -0.003 0.005 0
Si 28.553 6.839 8.221 -0.006 -0.001 -0.003
Si 31.262 9.551 8.221 -0.015 -0.005 -0.009
Si 28.557 12.285 8.209 0.014 0.007 -0.001
Si 31.252 14.994 8.196 -0.006 0 -0.002
Si 33.97 1.371 8.209 -0.001 0.003 0.002
Si 36.677 4.088 8.193 -0.004 -0.014 0
Si 33.984 6.828 8.203 0.007 0.001 0.001
Si 36.704 9.539 8.177 -0.014 -0.01 -0.001
Si 33.975 12.281 8.19 0.014 0.004 -0.014
Si 36.705 14.964 8.195 0.005 0.005 -0.002
Si 39.435 1.335 8.14 0.002 0.013 -0.016
Si 42.155 4.063 8.152 -0.001 0.008 0.001
Si 39.428 6.813 8.164 0.007 -0.001 -0.007
Si 42.146 9.525 8.136 0.006 0.005 0.001
Si 39.42 12.238 8.159 -0.016 -0.013 -0.002
Si 42.157 14.939 8.112 -0.01 -0.004 -0.01
Si 44.874 1.333 8.12 0.019 0 -0.009
Si 47.611 4.042 8.125 -0.003 0.013 -0.005
Si 44.881 6.781 8.127 0.01 0.003 -0.008
Si 47.588 9.509 8.105 0.011 -0.004 -0.015
Si 44.87 12.224 8.099 0.003 -0.004 0
Si 47.592 14.925 8.131 -0.008 -0.007 0.001
Si 50.323 1.325 8.159 -0.005 -0.014 -0.003
Si 53.05 4.043 8.189 0.004 -0.008 -0.007
Si 50.336 6.75 8.149 0 0.007 -0.005
Si 53.046 9.462 8.211 -0.015 -0.003 -0.001
Si 50.319 12.194 8.164 0.006 0.014 -0.009
Si 53.045 14.919 8.209 0.001 0.001 -0.001
Si 55.777 1.322 8.246 0.007 -0.004 0.004
Si 58.51 4.049 8.263 -0.008 -0.002 0.005
Si 55.782 6.755 8.237 0.008 0.005 -0.001
Si 58.507 9.474 8.27 -0.015 -0.016 0.007
Si 55.783 12.18 8.246 -0.008 0.004 -0.006
Si 58.505 14.938 8.287 0.015 0.01 0.005
Si 61.244 1.334 8.265 0.004 0.014 0.008
Si 63.951 4.067 8.213 -0.003 0 0.001
Si 61.23 6.779 8.237 -0.006 -0.014 -0.004
Si 63.954 9.509 8.223 0.009 0.011 0
Si 61.235 12.206 8.268 -0.001 -0.007 0
Si 63.95 14.935 8.216 -0.008 -0.007 -0.005
Si 0.032 -0.011 9.553 0.002 0.017 0
Si 2.729 2.723 9.511 -0.007 -0.012 0.001
Si 0.024 5.432 9.566 0.005 0.003 -0.002
Si 2.737 8.159 9.507 0.002 -0.007 -0.001
Si 0.039 10.875 9.558 -0.006 0 -0.002
Si 2.739 13.596 9.497 0.003 0.001 -0.001
Si 5.428 0.001 9.451 0.003 0.009 -0.002
Si 8.135 2.72 9.425 0.001 0.006 -0.002
Si 5.429 5.453 9.454 -0.008 0.004 -0.002
Si 8.15 8.177 9.415 -0.003 0.004 0
Si 5.442 10.884 9.448 -0.002 0.005 0.001
Si 8.146 13.608 9.408 0.008 -0.001 0.005
Si 10.86 -0.001 9.401 0 0 -0.001
Si 13.586 2.719 9.408 0.009 0 0
Si 10.866 5.448 9.407 0.009 0 -0.002
Si 13.6 8.166 9.406 -0.005 -0.015 -0.006
Si 10.858 10.893 9.394 -0.006 0.012 -0.002
Si 13.584 13.599 9.408 0.005 -0.006 0.002
Si 16.315 -0.004 9.433 -0.011 -0.002 -0.004
Si 19.043 2.719 9.483 -0.002 0.006 0.002
Si 16.318 5.436 9.444 -0.002 -0.004 0.003
Si 19.054 8.164 9.475 0 0.006 -0.003
Si 16.325 10.883 9.441 -0.004 0.002 0.006
Si 19.052 13.6 9.467 0 -0.011 0
Si 21.771 0.011 9.519 0.001 -0.002 -0.002
Si 24.49 2.735 9.542 0.007 -0.004 -0.007
Si 21.778 5.457 9.525 -0.004 0.002 -0.004
Si 24.492 8.185 9.55 -0.002 0.006 -0.001
Si 21.772 10.888 9.515 -0.001 -0.002 -0.003
Si 24.49 13.615 9.558 0.006 -0.004 0.001
Si 27.204 0.026 9.569 0.004 -0.003 0.003
Si 29.909 2.745 9.572 -0.004 -0.004 -0.003
Si 27.194 5.465 9.567 0.004 0.007 -0.004
Si 29.908 8.19 9.583 -0.001 -0.002 0.003
Si 27.212 10.92 9.58 -0.006 -0.004 0.001
Si 29.91 13.637 9.574 0.002 0 0.001
Si 32.609 0.021 9.569 -0.003 -0.001 -0.002
Si 35.326 2.735 9.561 -0.006 0.015 0.005
Si 32.63 5.466 9.568 0.006 0.003 0.003
Si 35.346 8.187 9.546 0.01 -0.009 0.01
Si 32.627 10.917 9.561 0.004 -0.011 -0.005
Si 35.337 13.62 9.556 -0.001 0.004 0.002
Si 38.07 0.009 9.529 -0.006 -0.002 -0.001
Si 40.778 2.71 9.496 -0.001 0.005 0.001
Si 38.054 5.455 9.519 -0.014 -0.001 0
Si 40.787 8.174 9.508 0.001 0.003 0
Si 38.062 10.892 9.531 0.014 0 0
Si 40.789 13.603 9.493 -0.004 0.001 -0.002
Si 43.504 -0.016 9.476 -0.007 0.006 -0.001
Si 46.239 2.693 9.48 0.012 -0.004 0.005
Si 43.518 5.433 9.492 0.01 -0.014 0.004
Si 46.241 8.147 9.477 -0.007 -0.006 -0.004
Si 43.51 10.882 9.479 -0.001 -0.001 0.001
Si 46.224 13.572 9.477 0.001 0.003 0.002
Si 48.956 -0.035 9.498 -0.002 0.005 0.004
Si 51.694 2.671 9.532 -0.007 0.008 -0.001
Si 48.965 5.4 9.498 0.006 -0.008 0
Si 51.681 8.098 9.54 0.002 -0.008 0.01
Si 48.946 10.84 9.497 -0.005 0.009 0
Si 51.68 13.552 9.537 0.001 0.006 0.003
Si 54.419 -0.057 9.582 -0.009 -0.002 -0.005
Si 57.152 2.671 9.602 -0.005 -0.007 0.006
Si 54.418 5.38 9.566 -0.007 -0.003 -0.003
Si 57.148 8.103 9.605 0.007 0.007 0.004
Si 54.412 10.821 9.577 0.004 -0.001 -0.001
Si 57.149 13.542 9.611 0.008 -0.006 -0.007
Si 59.883 -0.03 9.626 -0.009 0.005 0.003
Si 62.608 2.702 9.597 0.011 -0.01 0
Si 59.883 5.408 9.605 0.005 0.007 -0.003
Si 62.594 8.138 9.593 -0.002 0.005 -0.007
Si 59.876 10.835 9.622 0 0.005 -0.001
Si 62.605 13.574 9.602 -0.001 0.001 -0.005
Si 1.39 14.938 10.901 0.005 -0.008 -0.001
Si 4.081 1.349 10.855 -0.003 0.008 0.003
Si 1.376 4.059 10.917 -0.008 -0.004 0.006
Si 4.085 6.794 10.863 -0.001 0.004 0.007
Si 1.385 9.499 10.91 0 0.004 0.005
Si 4.096 12.231 10.848 -0.003 -0.009 0.002
Si 6.79 14.96 10.8 -0.004 -0.003 -0.002
Si 9.503 1.362 10.772 0.001 0.001 -0.002
Si 6.78 4.081 10.805 -0.001 0.001 0.002
Si 9.508 6.816 10.772 0.004 -0.003 -0.002
Si 6.8 9.528 10.808 0.011 0 0.003
Si 9.506 12.255 10.766 0.005 -0.005 -0.002
Si 12.228 14.969 10.765 0.01 0.002 -0.001
Si 14.955 1.368 10.775 -0.005 0.009 -0.002
Si 12.233 4.095 10.766 -0.006 -0.001 -0.002
Si 14.959 6.813 10.778 0.009 0 -0.002
Si 12.231 9.537 10.748 0.008 0.006 -0.008
Si 14.957 12.255 10.774 -0.009 0.005 -0.001
Si 17.686 14.968 10.807 0.004 0.006 0
Si 20.407 1.375 10.858 -0.004 0.002 0
Si 17.687 4.09 10.816 0.002 -0.01 -0.001
Si 20.411 6.818 10.861 0.006 -0.001 0.004
Si 17.692 9.533 10.812 -0.006 -0.008 0.001
Si 20.408 12.253 10.853 0 0.006 0.003
Si 23.124 14.978 10.897 0.003 -0.001 -0.001
Si 25.84 1.383 10.92 0.006 -0.001 0
Si 23.131 4.099 10.896 0 -0.001 0.001
Si 25.836 6.824 10.926 -0.01 -0.004 0.003
Si 23.123 9.538 10.899 -0.009 0.001 0.003
Si 25.841 12.265 10.933 -0.002 -0.001 0.003
Si 28.551 14.987 10.94 -0.003 -0.001 0.001
Si 31.258 1.384 10.936 0.006 0.007 -0.001
Si 28.547 4.103 10.93 -0.005 0.004 0.002
Si 31.267 6.821 10.929 -0.003 -0.005 -0.003
Si 28.552 9.546 10.944 0.009 0.006 0.003
Si 31.267 12.27 10.93 -0.007 0.006 -0.004
Si 33.974 14.976 10.917 0.005 0 -0.003
Si 36.7 1.365 10.892 0.005 0.011 -0.002
Si 33.976 4.099 10.926 0 -0.004 0.003
Si 36.7 6.813 10.89 0.003 0.005 0.004
Si 33.982 9.544 10.908 0.001 -0.002 -0.003
Si 36.7 12.249 10.896 -0.006 -0.014 -0.005
Si 39.429 14.957 10.868 0.003 0.004 -0.005
Si 42.144 1.348 10.839 0.003 0.002 -0.004
Si 39.411 4.074 10.852 -0.002 -0.003 -0.004
Si 42.148 6.799 10.845 -0.004 -0.005 -0.002
Si 39.422 9.525 10.875 -0.008 -0.008 0.001
Si 42.146 12.237 10.843 0 -0.004 0
Si 44.86 14.938 10.828 0.003 -0.003 -0.002
Si 47.598 1.337 10.844 0 -0.007 -0.001
Si 44.88 4.068 10.836 0 0.015 -0.002
Si 47.602 6.783 10.838 0.015 0.007 -0.002
Si 44.869 9.51 10.825 0.009 0.005 -0.005
Si 47.588 12.216 10.837 0.002 0.002 -0.004
Si 50.325 14.937 10.867 -0.004 -0.005 -0.006
Si 53.058 1.319 10.913 0.004 0.002 0.001
Si 50.329 4.046 10.867 0.002 -0.008 -0.004
Si 53.054 6.749 10.9 0.004 0.01 -0.007
Si 50.313 9.484 10.862 -0.009 -0.003 -0.007
Si 53.055 12.206 10.906 -0.009 0.009 -0.005
Si 55.786 14.908 10.955 -0.006 0.005 0.003
Si 58.514 1.319 10.973 0.007 0.01 0.003
Si 55.783 4.029 10.939 0 0.001 -0.002
Si 58.521 6.755 10.964 -0.015 -0.008 0.004
Si 55.786 9.474 10.937 -0.005 -0.005 0
Si 58.517 12.193 10.979 0.003 0.003 0.014
Si 61.245 14.919 10.973 0.001 -0.003 0.005
Si 63.962 1.332 10.943 -0.01 -0.004 0.001
Si 61.239 4.042 10.965 0.001 -0.009 -0.001
Si 63.945 6.771 10.957 -0.001 -0.006 0.005
Si 61.238 9.474 10.982 -0.006 -0.007 0.009
Si 63.963 12.208 10.954 0.007 0 0.001
Si 2.742 -0.012 12.255 -0.01 0.007 0
Si 5.427 2.732 12.202 0 -0.001 -0.002
Si 2.734 5.437 12.259 -0.004 0.005 -0.005
Si 5.443 8.178 12.199 0.001 -0.006 -0.004
Si 2.748 10.881 12.245 0.006 0.002 -0.003
Si 5.444 13.611 12.2 0.003 0.002 0
Si 8.14 0.019 12.151 0.001 0.001 -0.002
Si 10.865 2.738 12.117 0.005 0 -0.001
Si 8.139 5.467 12.14 -0.001 -0.009 -0.007
Si 10.87 8.194 12.118 0.006 0.001 0.002
Si 8.155 10.913 12.151 0.004 0.009 -0.007
Si 10.862 13.618 12.124 -0.008 -0.011 0.003
Si 13.595 0.007 12.124 0 0.004 0.004
Si 16.325 2.717 12.144 -0.004 0.001 -0.005
Si 13.597 5.459 12.129 0.005 0.003 0.009
Si 16.332 8.158 12.144 -0.003 0.004 -0.002
Si 13.593 10.893 12.113 -0.003 -0.004 0
Si 16.324 13.599 12.149 -0.011 -0.009 0.005
Si 19.049 -0.003 12.188 0.005 0.001 0.001
Si 21.765 2.73 12.234 0.004 0 0
Si 19.051 5.438 12.19 -0.009 0 0.002
Si 21.766 8.164 12.246 -0.002 0 0
Si 19.052 10.878 12.196 0 -0.002 0
Si 21.763 13.603 12.234 0 0.002 -0.001
Si 24.481 0.012 12.267 -0.005 0.001 -0.004
Si 27.184 2.746 12.293 -0.007 -0.005 0
Si 24.476 5.457 12.279 0.004 0.001 -0.001
Si 27.19 8.178 12.299 -0.002 0.001 0.001
Si 24.478 10.893 12.273 0.006 -0.003 -0.002
Si 27.195 13.622 12.3 -0.001 0.001 0.003
Si 29.898 0.033 12.303 0.002 -0.003 -0.004
Si 32.616 2.745 12.292 0 0.005 0.002
Si 29.91 5.458 12.289 0.002 0.005 -0.004
Si 32.621 8.192 12.278 0.003 -0.004 0
Si 29.911 10.908 12.295 0.008 -0.006 -0.002
Si 32.622 13.626 12.293 0.005 -0.001 0.001
Si 35.336 0.015 12.264 -0.008 -0.005 0.001
Si 38.059 2.73 12.235 -0.007 0.012 0.006
Si 35.338 5.467 12.265 0.003 -0.005 0.005
Si 38.059 8.172 12.239 -0.001 -0.006 0.004
Si 35.342 10.897 12.263 0.004 0.002 0.004
Si 38.061 13.614 12.24 0.003 0.003 0.002
Si 40.79 -0.002 12.214 0.001 0.011 0
Si 43.497 2.722 12.183 0.003 -0.008 -0.001
Si 40.767 5.446 12.19 -0.006 -0.008 -0.002
Si 43.508 8.165 12.193 0.003 0.008 0.001
Si 40.782 10.893 12.213 0.003 0.002 -0.002
Si 43.503 13.591 12.2 -0.007 0.003 -0.003
Si 46.217 -0.017 12.176 -0.001 0 0.003
Si 48.968 2.686 12.21 -0.002 0.008 -0.002
Si 46.235 5.432 12.194 0.004 -0.009 0.002
Si 48.952 8.136 12.216 0.011 0.001 0.008
Si 46.222 10.866 12.189 -0.003 -0.003 0.001
Si 48.951 13.576 12.191 0.002 0.007 0.003
Si 51.696 -0.048 12.253 -0.009 -0.004 -0.001
Si 54.431 2.659 12.288 -0.001 0 0.003
Si 51.69 5.393 12.243 0.001 -0.004 0.005
Si 54.424 8.095 12.259 -0.005 -0.004 0.001
Si 51.681 10.839 12.222 0.007 0.002 0.002
Si 54.424 13.539 12.299 -0.008 -0.009 0.001
Si 57.161 -0.06 12.321 0.014 -0.001 0.001
Si 59.884 2.67 12.329 -0.005 -0.001 0.001
Si 57.162 5.375 12.294 0.002 0.003 0.001
Si 59.874 8.103 12.345 0 -0.002 0
Si 57.149 10.816 12.316 -0.007 -0.009 0.002
Si 59.892 13.548 12.336 0.008 0.01 0.001
Si 62.614 -0.033 12.315 0.02 0.021 -0.003
Si 0.026 2.695 12.309 0.001 -0.009 -0.004
Si 62.591 5.397 12.332 -0.012 -0.003 0
Si 0.029 8.141 12.305 -0.003 0.006 -0.004
Si 62.609 10.84 12.33 0.005 0.007 -0.002
Si 0.044 13.58 12.298 -0.004 0.001 -0.003
Si 1.383 1.32 13.654 0 -0.006 0.004
Si 4.09 4.077 13.616 -0.005 -0.009 0.017
Si 1.38 6.769 13.663 0.001 -0.006 0.011
Si 4.104 9.529 13.602 -0.003 0.007 0.005
Si 1.407 12.218 13.653 -0.011 0 0.003
Si 4.099 14.946 13.615 0.008 -0.011 0.004
Si 6.782 1.364 13.544 0.004 0.006 0.004
Si 9.497 4.099 13.474 0.004 0.012 -0.004
Si 6.803 6.819 13.545 0.003 0.004 0.011
Si 9.524 9.563 13.495 -0.003 0.005 0
Si 6.815 12.264 13.55 0.008 -0.013 0.002
Si 9.506 14.979 13.493 0.007 0.004 0.003
Si 12.237 1.385 13.464 -0.008 0.011 0
Si 14.977 4.1 13.476 0.014 -0.016 -0.001
Si 12.242 6.849 13.468 -0.007 0.003 0.009
Si 14.975 9.547 13.462 -0.001 -0.013 -0.006
Si 12.23 12.254 13.466 0.018 -0.004 -0.002
Si 14.968 14.975 13.485 -0.007 0.01 -0.002
Si 17.687 1.368 13.521 -0.003 0.002 -0.004
Si 20.407 4.096 13.581 0.002 0.001 0.007
Si 17.691 6.807 13.523 0.001 0 0.002
Si 20.398 9.521 13.588 0 0.005 0.008
Si 17.689 12.249 13.527 -0.006 0.004 0.002
Si 20.406 14.972 13.576 -0.005 0.001 0.005
Si 23.116 1.373 13.611 0.011 -0.008 0.004
Si 25.824 4.101 13.656 -0.002 0.007 0.01
Si 23.113 6.813 13.637 -0.009 0.001 0.007
Si 25.82 9.534 13.653 -0.012 0.011 0.007
Si 23.115 12.254 13.619 -0.006 0.004 0.002
Si 25.828 14.979 13.651 0.005 -0.001 0.005
Si 28.535 1.393 13.666 -0.008 0.006 0.005
Si 31.258 4.101 13.662 0.003 -0.006 0.005
Si 28.557 6.813 13.654 0.009 -0.015 0.003
Si 31.268 9.548 13.652 -0.008 0.01 -0.003
Si 28.547 12.254 13.661 0.01 -0.007 -0.002
Si 31.26 14.99 13.652 -0.001 0.003 0.004
Si 33.978 1.373 13.632 0.002 0.003 -0.003
Si 36.704 4.096 13.598 -0.001 0 0.008
Si 33.974 6.827 13.63 -0.008 0.012 0
Si 36.698 9.524 13.607 0.008 -0.01 -0.002
Si 33.988 12.252 13.634 0.001 -0.014 0.003
Si 36.695 14.966 13.61 -0.002 0.005 0
Si 39.423 1.355 13.571 0.007 -0.009 -0.001
Si 42.121 4.083 13.532 -0.007 0.016 -0.012
Si 39.421 6.799 13.573 0.003 -0.009 0
Si 42.148 9.531 13.552 -0.002 -0.007 0.005
Si 39.422 12.246 13.582 -0.003 0.003 0.007
Si 42.149 14.951 13.562 0.009 -0.006 0.003
Si 44.855 1.353 13.521 -0.009 0.008 0
Si 47.602 4.065 13.54 0.022 -0.012 0
Si 44.869 6.804 13.544 0.004 -0.005 0.007
Si 47.579 9.515 13.549 0 0.007 -0.004
Si 44.86 12.223 13.547 0.012 -0.004 0
Si 47.576 14.94 13.522 -0.005 0.005 -0.004
Si 50.328 1.328 13.58 0.004 0.005 0.006
Si 53.058 4.037 13.607 -0.001 0.003 -0.003
Si 50.326 6.78 13.568 -0.002 0.003 -0.001
Si 53.053 9.475 13.569 -0.001 -0.004 -0.008
Si 50.321 12.227 13.547 -0.01 0.002 -0.005
Si 53.064 14.92 13.633 0 0.001 0
Si 55.801 1.307 13.669 -0.007 0.007 0
Si 58.51 4.018 13.678 -0.002 0.004 -0.001
Si 55.797 6.743 13.619 0.001 -0.003 -0.012
Si 58.498 9.458 13.697 -0.009 0.002 0.011
Si 55.786 12.17 13.669 0.007 0.005 0.014
Si 58.531 14.906 13.692 0.002 -0.002 0.008
Si 61.249 1.303 13.687 -0.006 -0.011 -0.004
Si 63.934 4.026 13.702 -0.001 -0.006 0.007
Si 61.219 6.725 13.714 0.001 -0.009 0.01
Si 63.958 9.48 13.707 0.003 -0.007 0.016
Si 61.25 12.184 13.706 -0.001 0.001 0.014
Si 63.967 14.927 13.679 -0.007 -0.001 0.001
Si 0.042 -0.044 15.056 0.003 0.012 -0.002
Si 2.742 2.693 14.994 -0.005 0 -0.004
Si 0.021 5.391 15.047 -0.003 -0.006 -0.003
Si 2.753 8.163 14.982 -0.012 0.005 -0.002
Si 0.066 10.856 15.045 0.009 0.005 0
Si 2.753 13.591 15.021 0 0.002 0.001
Si 5.462 0.001 14.96 -0.006 0.02 0
Si 8.133 2.763 14.861 -0.002 0.006 0
Si 5.46 5.469 14.947 0.003 0.011 -0.001
Si 8.153 8.232 14.863 0.004 0 -0.003
Si 5.465 10.921 14.94 -0.003 0.005 0
Si 8.166 13.645 14.901 -0.005 0.001 0.004
Si 10.867 0.04 14.817 -0.004 -0.001 0.006
Si 13.619 2.737 14.806 -0.007 0.008 0.007
Si 10.853 5.494 14.788 -0.001 -0.01 0.004
Si 13.618 8.216 14.819 0.012 0.011 0.007
Si 10.881 10.925 14.859 -0.006 -0.001 0.011
Si 13.596 13.608 14.808 0.002 -0.004 0.005
Si 16.343 -0.012 14.861 -0.004 -0.011 0.009
Si 19.04 2.717 14.903 -0.008 -0.017 0.007
Si 16.335 5.441 14.86 0 -0.008 0.006
Si 19.036 8.138 14.926 -0.003 -0.014 0.005
Si 16.335 10.865 14.856 -0.002 0 0.005
Si 19.044 13.598 14.909 0.003 -0.004 0.002
Si 21.764 0.002 14.959 0.002 0.002 -0.004
Si 24.445 2.737 14.999 -0.007 0.003 0.003
Si 21.741 5.449 14.986 0.007 -0.005 0.006
Si 24.468 8.167 15.019 0.005 -0.002 0.002
Si 21.763 10.87 14.959 -0.003 -0.001 0.004
Si 24.465 13.61 15.002 0.002 -0.003 0.003
Si 27.17 0.031 15.021 0.001 0 -0.003
Si 29.894 2.749 15.035 -0.005 0.002 0.006
Si 27.207 5.444 15.018 0 0.006 -0.002
Si 29.906 8.187 15.011 0.006 0 -0.002
Si 27.178 10.892 15.019 0.008 -0.001 -0.001
Si 29.909 13.622 15.01 -0.003 0.003 -0.003
Si 32.613 0.036 15.015 -0.001 0.005 0.002
Si 35.349 2.739 14.962 0.004 0.003 -0.001
Si 32.615 5.48 15.005 -0.003 0.002 -0.003
Si 35.336 8.182 14.986 -0.006 -0.003 0.004
Si 32.637 10.9 15.01 0.005 -0.002 0
Si 35.341 13.614 14.991 -0.004 -0.005 0.008
Si 38.07 0.002 14.946 0.003 0.012 0.004
Si 40.774 2.731 14.908 0 0.002 0.002
Si 38.059 5.458 14.952 0 0.004 0.003
Si 40.784 8.176 14.902 -0.003 0.002 -0.003
Si 38.056 10.894 14.944 -0.01 -0.007 0.002
Si 40.791 13.6 14.931 0.003 0 0.004
Si 43.509 0.006 14.896 0.008 0.006 0.006
Si 46.22 2.707 14.864 -0.005 0.001 -0.003
Si 43.47 5.457 14.87 -0.004 -0.006 0.004
Si 46.216 8.172 14.913 0.003 0.009 0.011
Si 43.501 10.882 14.922 -0.003 0.01 -0.001
Si 46.219 13.596 14.882 -0.008 -0.004 0
Si 48.929 -0.036 14.884 -0.012 -0.011 0.01
Si 51.697 2.679 14.951 0.005 -0.006 0.011
Si 48.951 5.429 14.903 0.009 0 -0.002
Si 51.695 8.139 14.921 0.009 -0.002 0.001
Si 48.941 10.894 14.883 -0.008 -0.003 0.005
Si 51.682 13.545 14.945 -0.003 0 0.006
Si 54.442 -0.059 15.014 0.005 -0.008 0.004
Si 57.173 2.651 15.048 0.013 0 0.005
Si 54.446 5.38 14.956 0.001 0.01 0.005
Si 57.129 8.067 15.034 -0.005 -0.01 0.006
Si 54.409 10.77 14.981 -0.013 -0.014 0.004
Si 57.172 13.519 15.027 0.006 0.001 0.004
Si 59.915 -0.069 15.061 0.006 0.01 -0.001
Si 62.57 2.654 15.087 -0.001 -0.011 0.007
Si 59.845 5.35 15.082 0 -0.001 0.003
Si 62.584 8.092 15.061 -0.009 0 -0.006
Si 59.87 10.814 15.055 0.005 -0.001 0.003
Si 62.616 13.565 15.055 0.019 0.009 0
O 64.879 9.044 24.435 -0.258 -0.599 0.181
O 0.063 13.339 22.3 -0.066 0.196 0.099
O 4.773 2.562 22.675 -0.316 0.493 0.054
O 7.017 3.833 22.969 0.318 0.333 0.509
O 1.585 7.175 24.472 0.063 -0.127 0.109
O 6.052 15.037 29.482 -0.36 -0.438 0.071
O 1.474 4.755 23.159 -0.446 0.112 0.19
O 3.624 6.135 23.11 0.148 -0.161 0.312
O 1.807 9.446 23.083 0.262 0.516 -0.088
O 0.011 7.989 21.952 0.004 0.017 0.103
O 5.381 9.169 24.631 -0.828 0.19 -0.112
O 5.723 13.806 22.333 -0.102 -0.079 0.482
O 7.513 15.573 23.323 0.392 -0.275 0.376
O 8.945 1.239 22.636 -0.214 -0.347 -0.055
O 11 2.801 22.062 0.052 0.081 0.448
O 2.847 5 25.36 0.302 0.001 0.006
O 10.122 7.228 22.941 0.227 0.476 0.117
O 14.033 9.768 27.336 0.109 -0.732 -0.16
O 7.464 9.144 23.118 0.341 -0.094 0.518
O 61.518 5.832 27.896 -0.226 -0.38 0.031
O 13.85 0.399 22.095 -0.072 -0.107 0.521
O 11.952 15.111 22.988 0.059 0.386 0.3
O 9.535 11.705 26.874 -0.259 0.441 0.077
O 5.317 15.844 27.07 0.64 0.278 -0.342
O 15.087 14.303 27.527 0.462 0.213 0.096
O 15.902 2.515 22.074 0.04 -0.175 0.574
O 13.132 4.174 22.794 0.044 -0.189 0.327
O 14.356 6.232 32.08 -0.356 -0.08 -0.006
O 13.961 6.635 22.826 0.052 0.434 0.026
O 11.494 9.739 22.938 -0.375 -0.186 0.07
O 13.652 10.888 21.984 -0.028 0.04 0.481
O 15.547 12.435 22.92 -0.082 -0.099 0.101
O 17.312 14.321 22.999 -0.183 0.043 0.232
O 18.825 -0.188 21.97 0.056 0.008 0.225
O 20.379 1.297 23.201 0.511 -0.074 0.329
O 21.765 1.859 28.018 0.125 -0.064 0.312
O 21.593 5.256 24.882 0.409 0.488 0.39
O 17.827 11.989 24.267 -0.162 0.111 0.617
O 21.679 8.132 22.158 -0.132 -0.038 0.444
O 14.292 5.276 24.989 0.07 -0.282 0.122
O 19.665 11.008 22.678 -0.038 -0.498 -0.042
O 20.818 13.315 22.803 -0.212 0.318 0.032
O 24.417 0.043 22.146 0.134 -0.121 0.257
O 25.787 1.986 23.134 -0.195 0.092 0.464
O 30.192 5.141 25.004 -0.051 0.278 0.138
O 20.097 6.101 22.825 -0.485 -0.307 -0.127
O 24.419 5.431 22.38 0.139 0.131 0.229
O 26.22 8.816 27.826 -0.137 -0.41 0.057
O 33.996 12.412 23.951 -0.006 0.128 -0.116
O 23.485 9.747 23.175 -0.059 -0.35 0.307
O 28.01 3.329 23.035 -0.193 0.142 0.418
O 25.258 11.671 22.834 0.269 -0.194 0.064
O 27.036 13.508 22.166 -0.031 0.1 0.558
O 30.092 -0.039 25.136 0.09 -0.205 0.63
O 32.658 2.781 22.204 -0.04 -0.086 0.281
O 28.967 3.736 26.821 -0.05 0.101 0.228
O 29.838 4.998 22.361 0.288 0.044 -0.199
O 28.008 9.217 23.12 -0.309 0.096 0.441
O 32.823 8.341 22.169 -0.042 0.076 0.55
O 32.497 14.044 25.367 0.068 -0.164 -0.053
O 33.176 13.906 27.967 0.298 0.362 0.087
O 33.387 14.737 22.994 -0.124 0.074 0.018
O 36.826 10.29 27.236 0.27 -0.609 0.408
O 35.359 0.008 22.191 0.084 0.178 0.468
O 37.335 1.539 22.902 -0.175 -0.128 0.211
O 34.597 4.328 23.205 -0.073 0.184 0.479
O 35.569 5.205 25.538 -0.281 0.06 0.011
O 37.035 15.224 26.086 -0.067 -0.218 -0.382
O 36.471 11.97 23.152 0.124 0.084 0.41
O 38.215 13.648 22.197 -0.174 -0.181 0.344
O 42.751 15.561 23.81 0.115 -0.336 -0.046
O 45.834 12.609 29.707 0.102 -0.24 -0.335
O 47.793 14.514 24.785 -0.117 0.409 -0.151
O 40.777 16.042 25.331 -0.199 0.649 0.222
O 40.801 5.43 22.116 -0.099 0.048 0.361
O 42.451 7.306 22.912 -0.335 0.358 0.198
O 38.065 8.12 22.276 0.189 -0.141 0.42
O 39.863 9.895 23.073 0.073 0.167 -0.016
O 41.216 14.136 29.99 -0.369 0.198 -0.013
O 41.096 8.406 27.513 0.568 0.021 -0.367
O 46.202 10.881 22.089 -0.149 0.143 0.596
O 43.661 13.906 29.086 -0.001 0.107 0.019
O 41.878 12.176 23.097 -0.305 -0.233 -0.028
O 45.173 15.626 23.048 0.376 0.334 0.174
O 45.996 7.612 26.177 0.318 0.714 0.176
O 48.908 8.115 22.097 -0.276 -0.157 0.57
O 48.016 12.502 23.075 0.393 0.309 -0.028
O 49.903 10.515 27.017 -0.366 -0.38 -0.282
O 50.217 15.353 25.523 0.295 -0.091 0.366
O 50.37 14.958 22.993 -0.429 -0.195 0.132
O 55.986 7.332 25.171 0.085 0.396 -0.335
O 51.979 0.138 21.758 0.059 -0.215 0.324
O 47.368 1.399 23.087 -0.228 -0.475 0.096
O 56.438 0.699 26.344 0.004 -0.374 -0.222
O 52.446 6.202 23.282 0.133 0.185 0.488
O 54.203 8.066 22.365 -0.05 0.135 0.384
O 50.554 9.973 23.053 -0.419 -0.151 0.422
O 54.711 6.897 29.971 0.407 0.387 -0.017
O 55.804 15.242 22.865 0.089 0.538 0.265
O 52.57 11.672 23.002 -0.096 -0.083 0.147
O 54.172 13.52 21.937 0.174 0.215 0.244
O 58.13 0.859 23.399 -0.713 0.171 0.37
O 55.583 3.733 23.467 0.256 0.221 0.307
O 57.876 6.518 23.399 -0.334 -0.164 0.099
O 55.717 10.163 23.107 -0.129 -0.04 0.358
O 56.014 12.755 23.906 -0.271 0.073 0.236
O 59.782 13.284 22.261 -0.208 0.083 0.528
O 60.589 13.579 25.802 0.106 0.177 0.237
O 3.04 0.62 22.663 -0.468 -0.156 -0.197
O 63.964 0.972 23.434 -0.62 -0.456 0.045
O -0.023 2.812 28.3 -0.249 -0.121 -0.482
O 64.137 4.855 24.255 0.242 -0.033 -0.179
O 63.087 6.673 22.844 -0.417 0.099 0.14
O 59.74 7.989 22.239 0.086 0.014 0.286
O 61.381 9.551 23.328 0.512 -0.046 0.08
O 0.125 2.721 22.203 0.192 0.122 0.152
O 3.508 -0.198 25.115 0.321 0.535 0.079
O 3.782 7.222 28.346 0.291 0.348 0.052
O 63.124 12.768 28.337 0.422 0.027 -0.369
O 1.107 6.914 27.929 0.041 0.023 -0.406
O 5.484 7.728 22.446 0.042 0.4 -0.125
O 3.07 1.232 31.99 -0.327 -0.397 -0.226
O 1.994 15.026 29.874 0.518 -0.449 0.129
O 2.184 2.779 26.961 0.512 -0.338 -0.177
O 7.903 1.06 27.399 -0.432 -0.343 0.127
O 4.627 11.241 25.965 -0.079 -0.117 0.372
O 53.857 0.64 26.041 -0.555 0.424 -0.226
O 16.038 15.484 30.196 -0.281 -0.211 -0.27
O 16.012 13.664 25.169 0.074 0.67 -0.019
O 50.826 11.896 24.931 0.002 0.481 -0.16
O 10.234 13.048 22.85 -0.087 -0.121 0.317
O 15.673 1.611 29.751 0.393 0.562 0.294
O 10.06 11.858 29.502 0.148 -0.267 0.237
O 21.103 15.828 29.435 0.117 0.335 0.322
O 58.839 0.58 30.167 0.489 -0.174 0.559
O 13.782 7.145 29.809 0.064 0.193 -0.575
O 41.474 6.924 32.27 -0.185 0.388 -0.033
O 16.095 8.007 22.068 -0.086 0.019 0.445
O 33.357 2.134 31.258 -0.406 -0.277 -0.037
O 15.191 5.389 27.436 -0.464 0.603 0.061
O 19.418 0.495 27.91 -0.11 -0.405 0.547
O 21.971 4.454 27.77 -0.015 0.559 -0.375
O 18.864 0.866 25.46 -0.234 -0.616 -0.138
O 27.126 10.737 26.362 0.232 0.311 -0.017
O 20.852 6.742 28.534 -0.774 0.246 0.146
O 19.047 7.874 33.021 0.082 0.021 -0.48
O 23.096 3.181 25.889 0.608 -0.082 -0.154
O 16.374 7.957 28.114 -0.005 -0.166 -0.101
O 61.934 14.215 23.441 0.6 -0.211 -0.148
O 6.332 9.271 31.847 -0.142 0.146 -0.041
O 49.423 15.627 29.714 0.518 0.307 0.043
O 28.884 9.165 27.444 0.115 -0.486 -0.147
O 18.429 2.77 27.223 -0.139 0.487 -0.273
O 27.257 8.27 25.477 -0.059 -0.366 0.295
O 4.561 5.89 32.138 -0.053 0.101 -0.304
O 32.665 2.806 28.834 -0.057 -0.52 -0.208
O 6.015 2.97 27.215 -0.266 -0.345 0.175
O 24.758 10.901 25.234 -0.096 -0.665 0.314
O 55.205 6.368 27.476 0.489 -0.059 0.265
O 59.437 6.547 32.552 0.744 0.408 -0.055
O 22.882 12.16 23.908 -0.352 -0.15 0.365
O 28.349 9.147 31.963 0.318 -0.453 -0.524
O 27.561 1.762 27.82 -0.094 -0.581 -0.134
O 26.254 0.87 32.282 0.314 0.12 -0.173
O 12.05 14.62 31.771 -0.642 0.029 -0.269
O 45.978 12.631 24.703 -0.027 -0.278 -0.213
O 20.382 7.573 24.931 0.483 0.101 -0.31
O 18.097 0.556 31.006 0.163 -0.11 -0.22
O 28.789 2.021 30.163 0.3 -0.183 -0.212
O 33.631 9.379 32.183 -0.612 0.359 -0.035
O 61.934 15.733 25.71 -0.163 0.087 -0.208
O 64.274 0.32 26.02 0.34 -0.095 0.269
O 42.476 2.567 29.832 0.583 0.111 0.189
O 45.199 12.905 27.184 0.564 -0.135 -0.133
O 33.249 5.195 33.036 -0.214 0.16 0.412
O 37.084 1.554 26.594 -0.23 0.336 0.086
O 40.266 8.283 25.085 0.077 -0.402 -0.533
O 38.135 2.526 29.359 0.263 0.052 -0.117
O 38.383 8.653 31.873 0.298 -0.222 -0.328
O 35.592 2.633 30.06 -0.154 -0.074 -0.508
O 40.306 1.168 30.089 -0.138 -0.174 0.439
O 43.786 6.281 26.73 -0.329 -0.139 -0.204
O 59.379 -0.212 33.072 -0.218 0.058 -0.403
O 31.462 6.46 31.932 -0.478 0.259 -0.447
O 24.128 2.899 28.258 0.016 -0.459 0.287
O 35.997 12.602 32.154 0.008 -0.11 -0.323
O 50.84 1.061 23.957 0.118 0.072 -0.481
O 34.007 4.816 27.555 -0.356 0.395 0.33
O 49.831 13.081 29.98 -0.248 -0.441 0.145
O 18.401 2.877 24.019 -0.081 0.029 -0.287
O 45.177 13.998 31.855 -0.312 0.226 -0.412
O 46.47 2.563 25.3 0.011 0.361 0.181
O 24.796 12.447 32.099 -0.036 -0.453 -0.052
O 44.27 9.243 22.79 -0.209 0.27 0.439
O 44.976 6.788 23.318 -0.088 0.229 -0.008
O 39.354 5.789 31.242 -0.01 0.379 -0.006
O 10.329 4.356 29.601 -0.026 0.286 -0.432
O 35.896 -0.143 28.26 -0.585 0.434 0.363
O 43.704 13.627 22.037 0.001 -0.043 0.061
O 51.001 1.292 30.679 0.06 -0.344 -0.409
O 21.429 13.763 25.363 -0.219 -0.088 -0.02
O 62.842 10.211 28.794 0.007 -0.183 -0.26
O 57.795 5.163 31.367 -0.186 0.451 0.125
O 48.129 0.643 25.485 -0.116 0.136 0.388
O 44.157 8.958 27.408 0.015 0.43 -0.168
O 50.693 7.975 25.772 -0.228 0.352 -0.55
O 54.021 2.2 22.118 0.024 0.033 0.258
O 52.141 7.283 29.725 0.092 0.21 -0.331
O 62.545 14.389 30.35 -0.294 0.637 0.251
O 17.434 14.572 32.036 -0.54 -0.367 -0.234
O 52.389 9.805 24.928 0.335 -0.085 -0.073
O 5.235 10.529 29.866 0.014 0.193 -0.701
O 52.927 3.192 30.74 0.482 0.096 0.136
O 54.521 15.214 28.785 0.198 -0.206 0.144
O 17.187 4.741 22.942 0.023 0.57 0.043
O 10.226 -0.239 27.015 -0.006 -0.109 0.186
O 54.365 5.285 25.247 -0.736 -0.332 -0.273
O 63.139 6.811 32.095 -0.311 -0.226 -0.144
O 57.954 3.024 30.135 0.225 -0.187 -0.131
O 30.969 11.725 31.729 0.587 -0.086 -0.189
O 49.652 7.096 30.392 -0.446 -0.503 0.053
O 48.39 15.185 27.328 0.026 -0.445 0.164
O 53.004 14.504 26.812 -0.339 -0.084 -0.139
O 62.185 1.344 27.472 -0.353 0.078 -0.164
O 58.534 12.133 26.764 -0.303 0.553 0.205
O 63.007 12.572 32.295 0.331 0.301 -0.24
O 16.325 6.684 30.364 0.366 -0.438 0.203
O 57.94 14.496 30.648 0.553 -0.099 -0.124
O 9.059 0.942 25.126 0.421 -0.047 0.007
O 12.481 8.589 31.821 0.058 0.057 0.057
O 1.791 9.64 25.68 0.269 -0.244 0.295
O 43.771 11.294 28.659 -0.359 -0.023 -0.202
O 39.445 1.202 27.56 0.559 -0.339 -0.057
O 16.96 4.093 28.972 0.18 0.359 0.438
O 46.993 3.05 28.446 -0.078 0.168 -0.28
O 14.07 11.093 29.593 -0.264 0.425 0.047
O 38.16 -0.118 29.557 0.106 -0.275 0.54
O 46.978 11.945 32.001 0.288 -0.564 -0.276
O 64.952 2.636 25.256 0.523 0 -0.112
O 63.413 9.269 31.122 0.055 0.411 0.528
O 0.993 9.06 31.918 -0.449 -0.003 -0.386
O 62.764 3.499 28.967 -0.25 0.679 0.056
O 2.06 7.221 30.333 -0.167 -0.472 0.106
O 19.357 4.817 28.333 -0.324 0.35 -0.185
O 3.86 0.202 29.094 -0.121 0.506 0.152
O 2.867 4.89 28.018 -0.089 -0.092 0.431
O 64.676 5.297 29.231 0.32 0.161 0.46
O 43.465 2.719 22.149 0.1 0.067 0.418
O 8.326 5.661 21.906 -0.066 -0.081 0.544
O 40.393 5.986 26.43 0.533 -0.115 -0.332
O 26.964 2.755 25.386 -0.491 0.076 0.116
O 13.131 14.608 29.232 0.225 -0.674 0.046
O 64.476 8.042 29.188 0.042 -0.102 -0.051
O 8.551 9.388 27.308 0.581 0.083 0.471
O 39.488 12.232 30.387 -0.428 0.15 -0.051
O 1.433 11.491 27.6 -0.138 0.563 0.023
O 43.612 8.232 25.055 -0.366 0.5 0.262
O 61.67 4.449 23.225 0.038 -0.269 0.558
O 37.077 3.797 24.102 -0.039 0.079 0.335
O 51.614 3.595 23.923 0.346 -0.385 -0.014
O 59.979 15.487 23.987 0.159 0.087 -0.353
O 17.826 3 32.158 0.015 -0.074 -0.321
O 23.095 6.399 30.712 -0.175 0.346 0.407
O 20.577 13.784 27.924 -0.391 -0.434 -0.08
O 16.317 4.968 33.033 -0.001 0.054 -0.33
O 8.509 11.165 22.089 -0.161 -0.014 0.664
O 50.582 5.543 25.219 0.108 -0.433 0.267
O 57.362 1.909 33.063 -0.021 -0.117 -0.235
O 25.32 7.626 29.95 0.474 -0.334 0.309
O 13.587 0.229 30.806 -0.077 0.233 0.156
O 24.848 5.18 29.251 -0.122 -0.034 0.035
O 30.037 10.356 29.591 0.221 -0.597 0.252
O 64.881 10.809 33.061 -0.07 -0.101 -0.231
O 20.759 2.812 25.137 -0.043 -0.155 0.766
O 11.364 6.655 30.405 -0.375 0.116 -0.428
O 10.061 2.401 27.482 0.312 0.31 -0.116
O 13.508 2.47 32.872 -0.166 -0.082 -0.099
O 51.043 2.429 26.158 0.496 0.133 0.176
O 21.183 8.821 27.036 0.216 0.339 0.161
O 12.001 11.314 27.968 0.18 0.108 -0.324
O 26.413 13.062 25.6 0.035 0.294 -0.788
O 45.226 1.459 27.454 -0.415 -0.418 0.088
O 28.135 15.362 32.083 0.234 0.225 -0.224
O 21.2 4.65 30.196 -0.431 -0.692 0.086
O 20.895 6.287 32.152 -0.056 0.276 -0.465
O 39.128 11.351 27.895 0.233 0.304 -0.12
O 19.048 13.118 33.243 0.172 -0.224 -0.244
O 37.625 12.607 26.162 -0.088 0.016 -0.325
O 46.052 5.315 27.409 0.514 0.004 0.521
O 17.71 9.527 23.288 -0.056 -0.198 0.621
O 19.547 10.07 25.173 0.174 0.346 0.087
O 47.298 6.386 32.001 -0.27 0.391 -0.089
O 26.723 9.935 30.1 0.252 0.243 -0.193
O 56.313 12.584 30.096 0.281 0.249 0.069
O 24.337 2.477 33.035 0.072 -0.062 -0.371
O 0.561 4.78 26.391 -0.138 0.245 -0.038
O 33.528 2.393 26.51 0.457 0.04 -0.091
O 35.804 8.894 30.796 -0.066 -0.04 0.181
O 31.569 4.154 26.916 -0.19 0.336 -0.032
O 18.568 8.174 26.692 0.096 -0.36 0.577
O 15.774 11.735 26.956 0.661 -0.148 0.641
O 28.398 11.681 31.11 -0.353 0.368 -0.007
O 1.118 0.686 24.488 -0.08 0.181 -0.016
O 35.799 1.018 32.1 -0.312 -0.14 -0.184
O 47.995 5.212 29.599 0.046 0.429 -0.418
O 36.182 14.791 30.602 0.222 0.435 0.376
O 30.956 3.307 30.812 -0.07 0.511 -0.105
O 22.878 14.73 23.305 -0.073 0.191 0.683
O 35.255 7.809 33.406 -0.037 0.119 0.037
O 37.302 13.982 28.396 -0.277 -0.443 0.064
O 59.972 5.681 30.022 0.123 -0.372 -0.2
O 49.037 2.896 24.555 0.057 0.483 -0.197
O 54.903 1.516 28.288 -0.095 0.335 0.175
O 29.712 13.501 33.033 -0.094 0.151 -0.214
O 26.986 0.223 29.91 0.043 -0.482 -0.27
O 31.165 6.912 23.344 0.183 0.115 0.435
O 48.778 0.925 32.191 -0.055 -0.295 -0.079
O 42.77 9.018 29.548 0.029 0.008 0.477
O 12.659 12.727 23.736 0.358 0.039 -0.169
O 3.967 3.503 31.213 0.075 -0.136 0.179
O 26.106 7.342 23.222 -0.444 -0.016 0.484
O 37.07 4.742 30.281 -0.062 0.342 -0.096
O 38.991 3.64 26.673 -0.121 0.122 -0.228
O 47.224 0.49 28.931 -0.294 -0.432 0.189
O 33.981 6.979 31.113 0.172 -0.195 -0.207
O 44.262 3.049 32.215 -0.549 -0.164 -0.355
O 12.666 15.242 26.699 0.143 0.301 -0.276
O 32.823 11.378 28.701 -0.227 0.053 0.435
O 30.726 1.094 22.862 -0.564 -0.176 0.05
O 1.888 14.788 23.392 -0.067 -0.184 0.569
O 42.611 -0.028 29.521 0.279 0.023 -0.327
O 57.718 15.606 28.203 0.297 -0.544 -0.305
O 26.248 2.856 29.786 -0.321 -0.036 0.341
O 43.697 4.514 28.634 0.421 0.156 0.287
O 58.029 11.413 23.015 0.191 -0.37 0.144
O 42.178 0.88 31.935 0.35 -0.498 -0.12
O 60.222 4.102 32.172 0.136 -0.32 -0.173
O 46.372 13.59 0.633 0.266 0.142 0.327
O 56.838 10.727 25.342 -0.239 -0.498 -0.043
O 53.227 6.283 31.993 0.108 -0.437 -0.137
O 6.959 14.48 31.919 0.33 -0.544 0.149
O 30.006 11.583 27.281 -0.034 0.021 -0.572
O 8.009 2.318 32.805 0.057 -0.289 -0.263
O 50.358 3.086 32.349 0.432 -0.042 -0.191
O 48.904 4.966 33.294 0.123 0 -0.183
O 50.532 6.43 27.85 -0.248 -0.098 -0.014
O 40.18 15.29 22.916 -0.011 0.131 0.117
O 30.542 2.537 25.086 -0.259 0.092 -0.285
O 53.496 4.846 28.755 -0.198 -0.085 -0.489
O 41.13 13.418 25.316 -0.328 0.102 0.132
O 17.845 10.065 32.187 -0.092 0.113 0.169
O 16.408 6.853 25.701 0.053 0.281 -0.617
O 55.844 3.523 31.8 -0.541 -0.114 -0.359
O 45.399 1.885 30.144 -0.516 -0.269 -0.063
O 4.187 12.075 23.449 -0.123 -0.312 0.053
O 65.021 5.158 32.959 0.036 0.191 -0.154
O 30.23 1.423 32.361 -0.423 -0.055 0.019
O 52.62 1.496 32.657 -0.277 0.428 -0.023
O 11.083 -0.256 29.939 -0.144 0.144 -0.513
O 53.486 11.337 32.167 -0.102 0.082 -0.258
O 11.815 4.329 31.845 0.396 0.161 -0.188
O 27.676 15.339 25.776 -0.134 0.366 0.103
O 51.519 11.34 28.984 0.714 -0.03 0.292
O 63.869 11.283 23.207 -0.445 -0.074 0.188
O 60.447 2.423 29.239 -0.217 0.285 0.125
O 30.689 14.192 27.241 -0.421 0.146 -0.124
O 1.485 0.543 28 -0.212 -0.047 -0.136
O 62.156 2.486 33.046 -0.035 -0.21 -0.159
O 5.943 9.199 27.143 -0.43 -0.147 0.379
O 51.102 4.916 29.902 -0.312 -0.246 0.465
O 2.616 11.339 29.968 0.035 0.538 -0.173
O 22.675 3.575 23.245 0.108 -0.18 -0.004
O 55.621 9.789 32.216 0.438 0.138 -0.501
O 12.257 9.077 29.27 -0.364 -0.061 -0.285
O 41.427 1.255 23.024 -0.472 0.377 0.361
O 60.602 8.652 25.819 0.446 -0.241 0.216
O 34.044 14.357 32.038 -0.222 0.257 -0.496
O 54.427 12.687 28.223 -0.06 -0.009 -0.64
O 41.315 10.756 25.134 0.136 -0.165 0.607
O 65.119 11.411 25.511 -0.092 0.377 0.127
O 45.952 4.403 30.876 -0.066 0.105 0.044
O 34.175 9.618 27.249 -0.068 -0.594 -0.341
O 36.284 6.437 27.71 -0.291 0.359 -0.113
O 23.185 9.353 31.831 -0.362 0.243 -0.003
O 6.979 7.039 24.612 0.102 -0.061 0.06
O 32.519 -0.141 26.984 -0.448 0.273 0.424
O 63.849 6.72 27.101 0.017 0.303 -0.503
O 37.714 7.657 29.562 0.077 -0.067 0.29
O 9.459 6.406 25.371 0.095 -0.296 0.348
O 63.259 15.343 27.992 0.041 0.128 0.206
O 2.129 2.411 29.725 -0.129 0.098 0.024
O 46.602 5.388 24.921 0.241 -0.618 -0.039
O 35.118 3.41 32.634 0.355 0.127 0.056
O 58.511 7.056 25.922 0.414 -0.43 0.259
O 49.855 9.289 31.979 0.135 0.372 -0.225
O 25.772 14.536 27.626 0.043 0.461 0.094
O 45.403 4.257 22.92 0.122 -0.11 0.248
O 24.714 7.551 33.034 0.055 0.101 -0.198
O 0.539 14.848 32.069 -0.419 0.2 -0.07
O 2.415 13.281 32.971 0.231 -0.187 -0.193
O 21.827 8.901 29.6 -0.497 -0.186 0.137
O 8.002 3.292 28.84 -0.194 0.429 0.013
O 2.607 7.396 32.93 -0.265 0.119 0.126
O 9.147 12.294 31.939 -0.1 0.413 -0.012
O 15.493 9.113 30.424 -0.195 -0.231 0.375
O 35.416 10.651 25.181 0.109 -0.443 -0.129
O 64.51 2.888 30.722 0.173 0.473 0.402
O 4.225 11.635 32.022 0.349 0.266 -0.133
O 16.624 4.265 25.476 -0.026 -0.587 0.352
O 23.194 14.44 31.923 -0.425 0.165 -0.327
O 59.636 10.571 33.096 -0.071 -0.105 -0.62
O 26.831 5.41 33.023 -0.123 0.128 -0.464
O 9.56 5.632 31.924 -0.031 -0.333 -0.017
O 48.4 6.544 26.435 0.019 -0.046 0.338
O 59.769 7.665 28.182 -0.405 0.316 0.295
O 19.011 2.687 29.845 0.092 -0.279 -0.113
O 15.102 11.255 32.012 -0.031 -0.297 -0.013
O 14.432 10.755 24.876 0.049 -0.237 -0.425
O 54.661 10.626 29.877 -0.054 -0.183 -0.484
O 45.324 8.658 32.084 0.228 -0.128 0.09
O 11.364 8.213 25.036 0.32 0.026 0.698
O 13.638 13.162 33.045 0.208 0.162 -0.041
O 6.994 8.506 29.367 0.016 -0.422 0.159
O 10.832 13.687 27.755 -0.186 0.057 0.478
O 49.672 1.135 27.96 0.005 -0.022 -0.253
O 39.373 14.453 26.92 0.096 -0.094 0.108
O 13.602 12.808 26.09 -0.236 0.4 0.494
O 45.379 9.522 29.651 0.188 0.475 0.035
O 41.655 12.34 31.907 0.101 0.004 -0.164
O 34.579 12.842 29.942 -0.072 0.009 0
O 47.343 6.042 22.564 0.07 -0.118 0.038
O 56.227 0.201 30.188 0.119 0.228 0.643
O 47.605 14.207 30.892 0.13 0.572 0.071
O 53.401 7.64 25.967 -0.072 -0.061 -0.299
O 7.479 4.794 25.911 0.424 -0.363 0.063
O 3.525 9.206 31.261 0.209 -0.254 -0.139
O 44.581 14.754 25.477 0.232 0.274 0.584
O 8.047 7.638 32.829 -0.099 0.128 -0.499
O 37.855 15.941 32.947 0.09 0.026 -0.319
O 6.719 1.564 24.178 -0.137 -0.337 0.526
O 48.812 2.749 30.264 -0.014 -0.083 0.21
O 29.876 10.943 22.334 0.049 -0.041 0.472
O 55.013 14.702 25.291 0.166 -0.174 0.506
O 20.864 11.462 32.425 0.495 -0.258 0.03
O 22.208 11.325 30.27 0.327 0.51 -0.001
O 10.831 14.191 25.149 -0.25 -0.014 0.143
O 38.752 5.548 28.373 0.076 0.008 0.418
O 27.968 0.856 23.926 0.382 0.002 -0.151
O 39.697 14.147 32.145 0.022 -0.197 -0.409
O 25.115 12.016 27.595 -0.336 -0.292 0.294
O 28.682 3.634 32.16 -0.095 0.148 -0.332
O 31.522 9.38 27.688 0.106 -0.276 -0.513
O 44.302 3.598 26.25 -0.286 0.079 -0.208
O 41.075 4.131 28.179 0.111 -0.278 0.009
O 26.559 10.718 32.691 -0.062 -0.403 0.392
O 14.636 4.66 29.867 -0.216 -0.477 0.061
O 5.196 5.447 26.989 -0.134 0.274 -0.307
O 52.073 9.222 27.571 0.575 0.133 0.558
O 7.223 10.913 25.653 0.008 0.465 -0.189
O 48.939 2.952 21.814 0.046 -0.063 0.289
O 62.752 10.208 25.382 0.071 -0.055 0.651
O 0.054 10.507 29.622 -0.141 0.291 0.094
O 61.731 7.554 29.987 0.117 0.136 -0.164
O 9.866 0.445 32.216 0.051 -0.423 -0.049
O 28.198 13.504 27.582 0.015 -0.267 0.38
O 37.002 6.099 32.452 -0.117 0.34 -0.19
O 51.748 13.134 32.99 0.033 0.046 -0.427
O -0.08 0.317 30.221 0.255 0.085 -0.583
O 52.219 13.844 29.147 0.11 0.177 0.51
O 9.759 1.898 30.081 0.177 0.169 0.515
O 50.226 5.179 22.541 -0.407 0.573 0.036
O 60.791 13.993 32.152 -0.32 -0.111 -0.332
O 16.798 0.805 27.365 -0.011 -0.283 -0.223
O 24.242 9.918 29.418 -0.195 0.214 -0.366
O 8.439 15.898 30.2 0.083 0.382 -0.317
O 44.348 1.048 25.027 -0.236 0.086 0.008
O 40.487 2.467 33.051 -0.121 0.038 -0.049
O 38.748 10.387 25.418 -0.147 -0.286 -0.194
O 53.401 8.842 31.312 -0.545 0.106 0.311
O 22.665 4.331 32.314 -0.249 0.033 -0.439
O 4.515 13.776 25.486 0.3 -0.067 0.048
O 50.377 13.018 27.348 -0.132 0.48 -0.249
O 61.244 8.657 32.353 -0.113 0.007 -0.134
O 30.005 12.981 29.493 0.122 0.418 0.276
O 56.966 4.927 25.314 0.43 -0.376 0.525
O 23.202 13.79 27.315 -0.055 -0.033 -0.013
O 45.956 6.984 30.019 -0.101 0.038 -0.349
O 1.529 3.36 32.126 -0.161 -0.129 -0.316
O 43.211 5.164 33.171 -0.024 0.219 -0.45
O 11.833 5.779 24.314 -0.247 -0.336 0.149
O 18.936 5.318 24.957 -0.121 0.186 0.741
O 43.421 10.501 32.805 0.18 0.043 -0.255
O 43.472 12.301 25.259 0.169 -0.137 -0.15
O 21.564 -0.256 32.995 0.197 0.019 -0.54
O 5.058 5.232 29.623 0.487 -0.071 -0.307
O 60.907 11.615 27.647 -0.251 -0.256 0.242
O 62.663 1.142 30.04 -0.074 -0.516 -0.024
O 48.378 12.178 25.72 -0.331 -0.301 0.354
O 40.363 9.88 29.644 0.158 0.102 0.461
O 37.68 10.743 33.045 0.216 -0.009 -0.085
O 7.959 13.335 29.824 -0.244 -0.051 -0.346
O 58.265 1.834 27.906 -0.166 0.567 -0.134
O 51.792 2.801 28.497 0.413 -0.414 -0.165
O 39.251 3.431 22.787 -0.018 -0.251 0.427
O 51.458 7.664 33.197 -0.191 -0.172 -0.32
O 33.367 8.962 29.61 -0.379 -0.246 -0.207
O 34.873 0.301 25.835 -0.032 0.049 -0.32
O 52.59 15.405 24.397 0.32 -0.289 -0.53
O 54.308 15.834 33.163 0.028 -0.193 -0.477
O 28.541 6.736 23.81 -0.269 -0.266 0.142
O 16.357 9.406 25.974 0.213 0.206 -0.5
O 18.029 8.841 29.917 0.562 -0.199 -0.029
O 59.857 2.631 22.403 -0.013 0.165 0.246
O 57.109 7.805 33.092 -0.161 0.121 -0.665
O 33.053 4.708 30.497 0.422 0.2 -0.563
O 7.58 7.036 27.196 0.196 -0.36 0.428
O 46.723 2.408 32.443 0.123 0.124 0.197
O 57.935 12.315 32.181 0.161 0.053 -0.258
O 14.262 0.394 27.961 -0.367 0.198 -0.249
O 38.316 3.789 32.387 -0.415 -0.381 -0.296
O 6.414 4.118 31.757 0.467 -0.12 -0.349
O 63.952 0.794 32.329 0.452 -0.604 -0.083
O 62.034 6.109 25.245 -0.789 0.481 -0.037
O 7.832 10.754 30.281 0.413 -0.324 -0.024
O 47.662 8.878 30.687 -0.052 0.224 0.163
O 21.693 15.892 26.862 0.415 0.23 -0.336
O 2.328 12.238 25.271 -0.467 0.372 -0.374
O 34.95 12.105 27.394 0.125 0.607 -0.023
O 37.789 10.308 29.932 -0.347 0.531 0.078
O 58.369 9.486 27.028 -0.256 0.007 0.393
O 63.266 4.267 26.576 -0.304 -0.504 0.212
O 28.828 14.849 23.35 0.445 -0.279 0.146
O 55.954 14.016 32.288 0.059 0.196 -0.245
O 15.555 0.829 32.281 0.683 0.089 0.039
O 36.368 3.871 27.873 0.174 -0.311 -0.376
O 10.792 10.424 32.783 0.035 0.112 -0.136
O 57.568 14.795 24.641 0.381 -0.391 0.082
O 34.657 10.117 22.805 0.306 -0.005 0.161
O 32.315 -0.251 32.977 -0.266 -0.048 -0.269
O 41.856 14.836 27.465 0.327 0.172 -0.079
O 61.447 12.05 30.239 -0.275 -0.392 0.089
O 5.081 -0.302 32.835 -0.099 -0.081 -0.498
O 55.217 2.964 26.026 0.013 0.063 0.14
O 49.905 9.349 29.308 -0.223 0.051 -0.034
O 40.806 7.294 29.764 -0.087 -0.188 -0.241
O 16.844 11.239 30.075 0.025 0.631 -0.28
O 2.141 9.219 28.606 0.004 0.079 -0.12
O 2.944 14.784 27.351 -0.391 -0.632 -0.115
O 20.093 1.736 32.129 0.495 0.064 -0.444
O 32.569 0.878 24.64 0.463 -0.291 -0.518
O 23.344 7.294 28.229 0.319 -0.196 -0.645
O 5.295 3.73 24.912 -0.804 0.256 -0.15
O 60.301 11.121 25.116 -0.468 0.166 -0.314
O 11.899 10.824 25.302 -0.237 -0.032 0.632
O 38.557 7.752 27.062 -0.205 0.368 -0.183
O 25.734 14.767 31.401 0.175 -0.084 0.143
O 36.409 6.219 23.175 0.167 0.164 0.138
O 15.013 2.877 27.707 -0.469 -0.031 -0.709
O 56.436 11.03 27.948 -0.18 -0.469 -0.186
O 58.903 0.267 25.958 0.372 -0.024 0.065
O 64.968 14.082 29.62 0.169 -0.632 -0.331
O 6.118 1.292 29.133 -0.144 0.346 0.745
O 49.919 14.707 32.087 -0.153 0.457 0.002
O 29.839 7.802 33.352 0.178 0.171 -0.379
O 9.523 10.02 24.847 -0.262 0.087 -0.385
O 53.588 0.669 30.396 -0.069 -0.303 0.009
O 38.931 1.913 24.866 0.567 -0.346 -0.02
O 31.557 12.815 23.175 -0.21 0.172 0.158
O 20.689 13.403 30.549 0.234 0.135 0.288
O 26.428 4.103 27.512 -0.174 0.674 -0.351
O 19.492 11.05 30.252 0.06 0.078 -0.371
O 24.306 13.489 29.664 -0.244 -0.4 0.089
O 49.422 3.73 27.876 -0.021 0.366 -0.463
O 56.04 4.695 29.402 0.316 -0.017 -0.219
O 41.82 5.006 30.508 0.13 -0.082 0.378
O 18.63 14.684 29.634 -0.163 -0.314 -0.378

Results
total energy: -406613.717 eV
total energy less fixed offsets of O -438.35, Si -107.03 eV per atom: -0.917 eV
